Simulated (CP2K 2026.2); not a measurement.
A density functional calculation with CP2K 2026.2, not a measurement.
Periodic cell of 1826 atoms, Si1216O610, from a study of silicon, its oxide and their interface. The atomic structure is a simulated model.
Doubt: the forces sum to 4.42 eV/angstrom along one axis rather than to zero, so they err by at least 0.0024 eV/angstrom per atom on average; the grid cutoff is modest.

Settings: functional PBE; method Gaussian and plane waves; basis set DZVP-MOLOPT-SR-GTH; pseudopotentials GTH-PBE; grid cutoff 300 Ry, relative cutoff 40 Ry; k points Gamma only; occupations fixed; spin none; net charge 0.

Cell vectors (angstrom)
a	61.5484	0	0
b	0	15.3871	0
c	5.1947	4.2628	33.5735

Atoms and the computed forces on them: element, x, y, z (angstrom), force x, y, z (eV/angstrom)
Si	-3.903	-0.026	-0.75	0.148	0.02	0.623
Si	-4.52	2.943	-1.207	0.034	0.062	0.173
Si	-3.954	-7.219	-0.655	0.126	-0.023	0.668
Si	-3.187	-3.756	1.297	-0.019	-0.02	0.02
Si	-0.779	0.074	1.456	-0.169	-0.08	0.667
Si	0.195	3.779	-0.806	-0.323	-0.058	0.606
Si	0.386	-8.482	-1.53	-0.003	0.061	0.182
Si	0.391	-3.427	-0.825	-0.361	-0.046	0.516
Si	3.709	-0.328	-0.612	0.266	0.155	0.571
Si	3.172	3.901	-0.961	-0.019	-0.095	0.048
Si	3.346	-8.483	-1.272	0.069	0.053	-0.005
Si	3.467	-3.433	-0.658	0.406	-0.218	0.677
Si	8.526	-0.263	-1.124	-0.007	-0.026	0.052
Si	8.111	4.102	-0.758	-0.45	-0.206	0.551
Si	8.147	-8.152	-0.663	-0.368	0.228	0.68
Si	8.307	-3.305	-1.397	0.031	0.011	0.122
Si	0.647	-0.327	-1.225	-0.096	-0.016	0.088
Si	-0.707	3.835	1.365	-0.026	-0.003	0.037
Si	-0.7	-7.659	1.337	-0.259	-0.004	0.623
Si	-0.76	-3.751	1.23	-0.05	0.009	0.029
Si	3.987	-1.955	2.672	-0.016	-0.002	-0.034
Si	4.714	3.709	1.554	0.2	0.19	0.571
Si	4.57	-7.674	1.401	0.334	-0.074	0.601
Si	4.563	-3.879	1.379	-0.017	0.073	0.006
Si	6.99	0.054	1.569	-0.262	-0.136	0.648
Si	7.102	3.814	1.41	0.059	0.057	-0.011
Si	7.6	-5.77	2.638	0.022	-0.008	-0.088
Si	6.966	-3.854	1.398	-0.207	0.047	0.658
Si	12.298	0.114	1.469	0.035	-0.035	0.038
Si	12.292	3.95	1.499	0.173	-0.046	0.628
Si	12.121	-7.581	1.498	0.012	0	-0.016
Si	15.636	-2.986	-3.172	-0.052	-0.046	0.009
Si	-0.116	1.967	2.678	0.041	0.016	-0.057
Si	-0.104	5.789	2.583	-0.004	-0.02	-0.095
Si	-0.108	-5.683	2.516	0.021	-0.013	-0.094
Si	-0.128	-1.9	2.595	0.021	0.003	-0.106
Si	3.999	1.884	2.818	-0.027	0.007	-0.041
Si	3.985	5.738	2.591	-0.021	-0.02	-0.129
Si	3.982	-5.765	2.66	-0.029	-0.019	-0.07
Si	4.583	0.015	1.516	-0.003	-0.064	0.01
Si	7.614	1.958	2.784	-0.006	0.006	-0.064
Si	7.586	5.764	2.685	-0.007	-0.014	-0.047
Si	7.038	-7.715	1.385	-0.02	-0.008	-0.003
Si	7.604	-1.937	2.67	0.003	-0.001	-0.093
Si	11.655	2.013	2.72	-0.012	0.015	-0.066
Si	11.619	5.85	2.73	-0.035	0.03	-0.091
Si	11.652	-5.644	2.744	0.005	-0.011	-0.041
Si	11.667	-1.823	2.686	-0.022	0.027	-0.09
Si	-1.938	1.978	4.158	0.011	-0.02	-0.036
Si	-1.92	5.805	4.093	0.001	0.002	-0.028
Si	-1.866	-5.686	4.109	0.002	-0.029	-0.052
Si	-1.915	-1.896	4.128	-0.013	0.039	-0.055
Si	1.912	1.946	3.922	-0.01	0.006	0.041
Si	1.935	5.776	3.826	0.02	0.023	0.037
Si	1.909	-5.727	3.819	-0.019	-0.01	0.047
Si	1.917	-1.917	3.845	-0.013	0.008	0.034
Si	5.807	1.929	4.282	0.001	-0.002	-0.028
Si	5.757	5.77	4.154	0.033	-0.028	-0.042
Si	5.792	-5.763	4.153	0.006	0.011	-0.015
Si	5.788	-1.934	4.176	-0.033	-0.01	-0.039
Si	9.644	1.963	3.977	0.005	-0.011	0.032
Si	9.594	5.805	3.951	0.008	-0.006	0.022
Si	9.604	-5.715	3.932	-0.003	0.015	0.015
Si	9.628	-1.887	3.922	-0.009	-0.006	0.024
Si	-1.923	0.032	5.451	-0.007	0.017	0.032
Si	-1.922	3.907	5.461	-0.012	-0.006	0.024
Si	-1.906	-7.642	5.406	-0.009	-0.009	0.014
Si	-1.887	-3.799	5.473	0.036	-0.006	0
Si	1.913	-0.001	5.271	0.005	0.001	-0.008
Si	1.921	3.887	5.279	0	-0.01	-0.016
Si	1.917	-7.666	5.215	-0.009	0	-0.012
Si	1.924	-3.826	5.257	0.014	-0.001	-0.041
Si	5.791	-0.024	5.53	0.026	-0.004	0.031
Si	5.757	3.884	5.531	-0.018	0.004	0.033
Si	5.765	-7.686	5.474	0	-0.004	-0.006
Si	5.785	-3.847	5.494	0.016	0.001	0.018
Si	9.622	0.023	5.344	0.005	0.002	-0.011
Si	9.613	3.89	5.359	-0.008	-0.007	-0.001
Si	9.606	7.74	5.329	0.028	0.002	-0.011
Si	9.613	-3.802	5.334	0.001	0.001	-0.007
Si	0.045	0.023	6.727	0.023	0.006	0.022
Si	0.046	3.889	6.728	0.045	-0.005	0.03
Si	0.053	-7.662	6.695	0.041	0.001	0.028
Si	0.073	-3.809	6.738	0.029	-0.004	0.02
Si	3.787	0.01	6.74	-0.054	0.001	0.024
Si	3.775	3.88	6.762	-0.023	0.008	0.024
Si	3.779	-7.663	6.711	-0.037	0.002	0.027
Si	3.796	-3.827	6.727	-0.056	0.01	0.028
Si	7.746	0.012	6.798	0.008	-0.019	0.024
Si	7.723	3.882	6.792	0.035	-0.001	0.025
Si	7.717	7.723	6.768	0.022	-0.007	0.029
Si	7.734	-3.818	6.782	0.013	0.011	0.018
Si	11.48	0.023	6.821	-0.021	0.002	0.025
Si	11.46	3.897	6.845	-0.017	0.003	0.023
Si	11.48	-7.647	6.798	-0.034	-0.007	0.021
Si	11.484	-3.808	6.802	-0.047	0.004	0.028
Si	-0.048	1.972	13.594	0.016	0.005	-0.013
Si	-0.004	5.827	13.568	-0.01	0.018	-0.029
Si	-0.03	-5.747	13.597	-0.032	-0.002	-0.018
Si	0.027	-1.898	13.59	-0.011	0.015	-0.017
Si	3.822	1.952	13.619	0.006	-0.013	-0.037
Si	3.801	5.799	13.603	0.019	0.021	-0.02
Si	3.859	-5.724	13.565	0.026	-0.011	-0.021
Si	3.842	-1.859	13.647	0.021	-0.004	-0.019
Si	7.599	1.944	13.547	-0.028	-0.004	-0.015
Si	7.617	5.788	13.517	-0.022	0.003	-0.035
Si	7.642	-5.714	13.534	-0.023	-0.011	-0.021
Si	7.635	-1.888	13.582	-0.029	-0.017	-0.033
Si	11.552	1.924	13.542	0.028	-0.004	-0.024
Si	11.539	5.789	13.515	0.024	-0.013	-0.017
Si	11.55	-5.762	13.543	0.016	0.015	-0.03
Si	11.521	-1.917	13.555	0.029	-0.006	-0.038
Si	-1.965	1.993	14.979	-0.028	-0.01	0.087
Si	-1.947	5.848	14.882	-0.005	0.027	0.021
Si	-1.972	-5.769	14.967	-0.009	-0.001	-0.009
Si	-1.923	-1.961	14.888	-0.026	-0.042	-0.004
Si	1.872	1.969	14.96	0.009	0.006	0.003
Si	1.874	5.795	14.997	0.016	0.005	0.041
Si	1.934	-5.751	14.902	-0.011	-0.007	0.011
Si	1.921	-1.832	15.03	-0.013	-0.024	0.035
Si	5.733	1.939	15.005	0.014	0.001	0.063
Si	5.736	5.815	14.936	0	-0.027	0.014
Si	5.769	-5.664	14.95	0	0.003	0.023
Si	5.768	-1.867	15.034	0.039	0.01	0.012
Si	9.58	1.899	14.788	-0.026	-0.023	-0.014
Si	9.582	5.772	14.782	-0.01	0.001	0.012
Si	9.6	-5.733	14.818	0.008	0.01	-0.024
Si	9.584	-1.878	14.889	-0.018	-0.011	0.007
Si	-1.953	-0.047	16.203	-0.026	0.012	-0.008
Si	-1.996	4.009	16.304	0.002	0.011	-0.01
Si	-2.028	-7.698	16.347	-0.007	0.013	-0.011
Si	-1.931	-3.852	16.324	-0.006	0.031	-0.054
Si	1.88	0.134	16.429	0.015	-0.025	0.003
Si	1.788	3.85	16.377	-0.026	0.005	-0.039
Si	1.913	-7.631	16.325	-0.029	0.004	-0.006
Si	1.984	-3.851	16.269	0.021	0.025	-0.039
Si	5.801	0.039	16.446	-0.034	0.002	-0.043
Si	5.658	3.901	16.316	-0.037	-0.002	-0.019
Si	5.773	-7.607	16.24	0.007	-0.042	-0.053
Si	5.801	-3.783	16.412	-0.023	-0.001	-0.04
Si	9.557	0.062	16.232	0.045	-0.035	-0.006
Si	9.577	3.818	16.065	0.023	0.012	0.019
Si	9.568	-7.685	16.089	-0.026	0.004	-0.076
Si	9.617	-3.825	16.18	0.027	-0.024	-0.022
Si	-0.168	0.056	17.7	0.055	-0.019	0.064
Si	-0.151	3.882	17.784	-0.021	-0.039	0.045
Si	0.109	5.869	19.065	0.034	-0.03	0.004
Si	0.06	-3.908	17.585	-0.036	-0.002	0.045
Si	3.868	0.146	17.804	-0.053	-0.061	0.028
Si	4.09	2.121	19.148	0.016	-0.032	0
Si	1.974	-6.281	20.385	0.008	-0.086	-0.06
Si	3.846	-3.807	17.746	0.019	0.029	0.048
Si	7.784	0.096	17.797	-0.005	-0.006	0.086
Si	8.042	5.827	18.722	0.02	-0.04	0.064
Si	7.732	-7.603	17.513	0.007	0.06	0.034
Si	7.813	-3.779	17.675	0.016	0.006	0.088
Si	11.487	-0.064	17.549	0.014	0	0.008
Si	11.372	3.915	17.557	-0.016	0.028	0.025
Si	10.794	-5.817	18.837	-0.193	0.058	-0.603
Si	11.44	-3.86	17.67	0.023	-0.059	0.063
Si	-1.038	1.947	18.922	-0.008	-0.006	-0.021
Si	-0.064	-7.66	17.641	-0.01	0.025	0.06
Si	0.067	-5.768	19.051	0.45	-0.036	-0.337
Si	0.259	-1.983	18.861	-0.223	0.134	-0.697
Si	3.715	3.944	17.714	0.005	0.036	0.023
Si	3.973	5.906	18.996	-0.036	0.004	-0.024
Si	3.907	-7.59	17.624	-0.018	0.045	0.048
Si	3.427	-1.856	19.013	0.301	0.055	-0.736
Si	7.988	2.167	19.003	0.05	-0.051	-0.057
Si	7.715	3.899	17.441	-0.012	0.078	-0.019
Si	8.372	-5.759	18.846	0.225	0.034	-0.628
Si	8.535	-1.885	18.932	0.16	0.038	-0.659
Si	10.115	2.198	20.145	-0.052	-0.389	-0.227
Si	10.512	5.763	18.91	-0.026	0.008	-0.022
Si	11.309	-7.763	17.634	0.03	0.016	0.099
Si	11.494	-1.761	21.279	-0.063	-0.092	-0.766
Si	-0.894	-1.466	21.544	-0.015	-0.048	-0.053
Si	13.884	5.984	20.87	0.336	-0.109	-0.536
Si	6.415	-5.33	21.095	-0.006	-0.073	-0.174
Si	-0.226	1.508	21.041	-0.36	0.113	-0.584
Si	2.835	1.764	21.1	0.413	0.12	-0.577
Si	2.069	6.588	20.294	0.05	0.282	-0.49
Si	3.88	-5.745	19.111	-0.458	0.049	-0.302
Si	4.162	-0.865	21.697	-0.031	0.069	-0.067
Si	6.093	2.957	20.193	0.074	0.098	-0.469
Si	6.056	5.402	20.034	0.08	0.011	-0.032
Si	5.056	-6.561	23.383	-0.062	0.003	-0.025
Si	6.811	-0.106	22.667	-0.051	0.01	-0.081
Si	11.923	1.913	18.702	0.082	0	-0.019
Si	11.151	4.992	21.009	-0.227	0.373	-0.604
Si	12.823	-6.43	21.015	0.006	0.053	-0.046
Si	10.965	-1.923	18.938	-0.04	0.019	0.071
Si	5.773	-7.566	-2.715	0.048	-0.121	0.072
Si	7.188	-6.87	-5.312	-0.073	-0.016	0.127
Si	1.232	-1.544	26.094	-0.027	0.05	0.027
Si	0.256	-3.363	23.836	0.159	0.008	-0.099
Si	7.943	5.048	24.045	0.112	0.021	-0.03
Si	0.729	5.647	22.816	0.023	0.05	-0.155
Si	4.012	-1.216	24.679	0.04	0.057	-0.013
Si	4.807	3.225	22.861	0.102	-0.077	-0.216
Si	5.713	-9.4	22.276	0.118	0.012	-0.611
Si	-0.182	5.232	-7.143	-0.018	-0.107	-0.074
Si	1.514	0.85	-6.812	-0.094	-0.018	0.108
Si	15.56	1.397	26.279	0.002	0.043	-0.063
Si	10.695	-9.164	23.935	0.043	-0.163	-0.108
Si	10.213	-3.52	23.32	0.064	0.107	-0.03
Si	9.689	0.741	21.854	0.153	0.202	-0.484
Si	2.862	-6.018	-5.733	0.115	0.051	0.041
Si	10.406	-1.993	26.112	-0.053	0.049	-0.07
Si	-4.362	-4.159	-0.725	0.365	0.278	0.579
Si	14.582	2.752	23.718	-0.08	0.074	-0.021
Si	11.642	-6.185	23.857	0.129	-0.024	-0.224
Si	2.995	-1.386	-5.198	0.007	0.024	-0.118
Si	14.062	-5.902	25.382	0.023	0.052	0.077
Si	12.606	-1.615	-5.61	-0.069	-0.076	0.114
Si	0.165	-7.073	-6.756	-0.012	0.038	-0.043
Si	12.044	3.943	25.24	0.053	0.018	-0.064
Si	-3.955	4.69	-3.705	-0.072	0.062	0.07
Si	-2.392	-6.458	-4.952	-0.022	0.182	0.006
Si	4.615	0.464	-3.384	0.008	0.074	0.07
Si	9.461	2.462	24.25	-0.003	0.121	-0.058
Si	0.295	-2.701	-5.459	-0.097	-0.042	-0.012
Si	5.391	1.281	24.994	-0.08	0.011	-0.036
Si	8.019	-1.445	-5.685	-0.031	0.017	-0.039
Si	7.631	-2.757	21.836	0.052	0.001	-0.202
Si	7.016	-4.01	-4.158	0.076	0.022	0.035
Si	3.878	-3.607	-6.987	0.14	-0.069	-0.049
Si	-1.431	1.204	-5.742	0.067	0.022	0.017
Si	9.004	-9.364	-5.16	-0.139	-0.109	-0.027
Si	16.252	-7.643	24.612	0.029	-0.039	-0.017
Si	17.605	-5.433	23.092	0.073	0.051	0.006
Si	7.184	3.791	-3.755	0.123	-0.062	0.156
Si	-2.207	-8.528	-2.907	0.127	-0.014	0.036
Si	-3.144	-2.216	-2.732	-0.126	0.005	0.041
Si	4.159	3.416	-3.933	0.086	-0.102	0.055
Si	4.36	-5.064	-3.157	-0.001	-0.046	-0.014
Si	1.68	3.459	-5.334	-0.111	-0.064	0.06
Si	-0.079	1.944	-3.16	0.035	0.028	0.066
Si	-2.756	3.863	-6.447	0.066	-0.046	0.098
Si	7.704	0.803	-3.785	-0.095	0.07	-0.005
Si	11.58	0.233	-0.778	0.215	0.047	0.626
Si	11.037	3.274	-1.256	0.047	0.034	0.111
Si	11.179	-7.15	-0.639	0.129	-0.212	0.751
Si	12.215	-3.733	1.414	0.02	-0.013	0.05
Si	14.683	0.18	1.659	-0.262	-0.208	0.566
Si	15.602	3.861	-0.613	-0.287	-0.039	0.592
Si	15.624	-8.386	-1.29	0.026	-0.149	0.154
Si	16.009	-3.284	-0.407	-0.406	-0.094	0.592
Si	19.265	-0.303	-0.404	0.289	0.15	0.64
Si	18.664	3.92	-0.555	0.31	-0.26	0.441
Si	18.594	-8.401	-1.256	0.114	0.098	0.106
Si	19.032	-3.447	-0.331	0.348	-0.227	0.625
Si	23.795	-0.699	-0.912	-0.121	-0.024	0.078
Si	23.521	3.829	-0.494	-0.433	-0.086	0.429
Si	23.929	-8.546	-0.991	-0.12	-0.094	0.052
Si	23.2	-3.702	-0.522	-0.135	0.195	0.615
Si	16.261	-0.083	-0.907	-0.099	0.021	0.029
Si	14.692	3.884	1.548	-0.009	-0.017	0.009
Si	14.564	-7.626	1.566	-0.302	-0.009	0.684
Si	14.658	-3.74	1.454	-0.013	0.007	0.014
Si	19.39	-1.956	2.912	-0.009	0.006	-0.013
Si	19.859	3.759	1.477	0	0.012	0.039
Si	19.868	-7.667	1.451	0.246	-0.067	0.558
Si	20.073	-3.844	1.668	0.013	0.042	0.061
Si	22.369	-0.002	1.737	-0.208	-0.093	0.598
Si	22.292	3.768	1.494	-0.032	0.04	0.073
Si	22.995	-5.838	2.726	0.012	-0.036	-0.057
Si	22.453	-3.809	1.668	0	0.008	0.007
Si	27.621	-0.075	1.571	-0.04	0.004	0.024
Si	27.652	3.79	1.474	0.169	0.011	0.574
Si	27.599	-7.653	1.572	0.034	0.019	0.037
Si	29.77	-4.347	-3.19	0.025	-0.034	0.056
Si	15.253	2.045	2.912	0.065	0.018	-0.042
Si	15.237	5.827	2.77	0.004	0	-0.096
Si	15.251	-5.676	2.715	0.007	-0.015	-0.088
Si	15.28	-1.848	2.753	0.012	0.001	-0.106
Si	19.329	1.933	2.856	-0.02	-0.033	-0.068
Si	19.302	5.751	2.684	-0.011	-0.01	-0.088
Si	19.348	-5.781	2.774	-0.02	-0.065	-0.058
Si	19.984	-0.015	1.75	0.062	0.015	0.036
Si	22.947	1.951	2.866	-0.032	0.008	-0.082
Si	22.905	5.725	2.723	0.004	-0.003	-0.099
Si	22.291	-7.748	1.45	-0.164	0.049	0.601
Si	23.004	-1.923	2.935	0.008	0.043	-0.06
Si	27.019	1.89	2.751	-0.02	0.01	-0.069
Si	26.996	5.735	2.692	-0.018	0.013	-0.077
Si	27.051	-5.737	2.802	-0.009	0.012	-0.063
Si	27.072	-1.925	2.902	-0.009	0.011	-0.047
Si	13.402	2.019	4.308	-0.011	-0.013	-0.034
Si	13.424	5.837	4.247	-0.014	-0.004	-0.005
Si	13.461	-5.672	4.236	-0.009	-0.029	-0.032
Si	13.454	-1.844	4.227	-0.021	0.038	-0.051
Si	17.303	1.964	4.064	0.009	-0.021	0.046
Si	17.292	5.79	3.965	0.014	0.013	0.026
Si	17.291	-5.731	3.961	-0.018	0.009	0.051
Si	17.303	-1.916	4.016	-0.022	0.001	0.056
Si	21.136	1.94	4.347	-0.025	-0.032	-0.051
Si	21.101	5.763	4.222	-0.006	0.03	-0.018
Si	21.179	-5.821	4.249	0.005	-0.024	-0.043
Si	21.179	-1.933	4.403	-0.006	0.014	-0.075
Si	25.01	1.92	4.025	0.009	-0.002	0.031
Si	24.966	5.734	3.951	-0.01	-0.005	0.03
Si	25.005	-5.797	4.003	-0.011	0.047	0.024
Si	25.04	-1.944	4.104	-0.024	-0.01	0.043
Si	13.445	0.058	5.571	-0.009	0.024	0.023
Si	13.425	3.935	5.603	-0.016	0.007	0.03
Si	13.453	-7.616	5.544	0.004	-0.006	0.021
Si	13.461	-3.766	5.562	0.032	-0.006	-0.002
Si	17.303	0.011	5.405	0.007	0.005	0.006
Si	17.309	3.897	5.412	-0.028	0.003	-0.033
Si	17.301	7.719	5.35	0.007	0.017	-0.008
Si	17.3	-3.84	5.396	0.003	0.005	-0.035
Si	21.153	0.014	5.66	-0.002	0.006	0.044
Si	21.132	3.878	5.61	-0.001	0.024	-0.002
Si	21.146	7.662	5.573	0.005	-0.02	0.026
Si	21.172	-3.907	5.615	-0.002	-0.006	-0.002
Si	25.01	0.003	5.442	0	0	-0.008
Si	25.004	3.842	5.4	-0.001	0.006	-0.01
Si	24.999	7.653	5.373	-0.001	-0.004	-0.02
Si	25.007	-3.895	5.435	-0.005	-0.011	0
Si	15.419	0.025	6.835	0.034	-0.001	0.023
Si	15.416	3.885	6.836	0.044	-0.01	0.03
Si	15.427	7.724	6.81	0.026	-0.007	0.03
Si	15.425	-3.82	6.835	0.043	0.005	0.024
Si	19.165	0.001	6.876	-0.04	-0.005	0.015
Si	19.17	3.868	6.872	-0.033	0.004	0.031
Si	19.17	7.697	6.825	-0.029	0	0.031
Si	19.182	-3.865	6.846	-0.048	-0.002	0.017
Si	23.132	-0.004	6.89	0	-0.013	0.017
Si	23.116	3.842	6.848	0.045	0.01	0.03
Si	23.118	7.659	6.833	0.016	0.001	0.033
Si	23.128	-3.889	6.882	0.029	0.005	0.017
Si	26.898	-0.027	6.869	-0.019	0.004	0.025
Si	26.882	3.826	6.85	-0.016	-0.001	0.03
Si	26.889	7.664	6.821	-0.026	-0.009	0.023
Si	26.904	-3.894	6.855	-0.027	0.003	0.028
Si	15.33	1.926	13.653	0.012	0.011	-0.01
Si	15.371	5.778	13.633	-0.012	0.022	-0.027
Si	15.341	-5.801	13.662	-0.025	0.005	-0.012
Si	15.401	-1.944	13.642	-0.007	0.01	-0.011
Si	19.218	1.901	13.69	0.01	-0.005	-0.037
Si	19.189	5.738	13.705	0.01	0.026	-0.008
Si	19.248	-5.796	13.642	0.018	0	-0.017
Si	19.234	-1.921	13.722	0.027	-0.005	-0.009
Si	23.022	1.888	13.603	-0.025	0.002	-0.021
Si	23.035	5.72	13.594	-0.023	0.002	-0.038
Si	23.058	-5.797	13.597	-0.017	-0.015	-0.017
Si	23.063	-1.944	13.631	-0.025	-0.008	-0.033
Si	26.966	1.869	13.582	0.023	0.004	-0.018
Si	26.943	5.729	13.56	0.023	-0.016	-0.019
Si	26.97	-5.824	13.583	0.016	0.007	-0.029
Si	26.941	-1.972	13.593	0.019	-0.008	-0.031
Si	13.396	1.931	15.011	-0.04	-0.01	0.08
Si	13.422	5.798	14.926	-0.016	0.024	0.02
Si	13.387	-5.816	15.015	-0.008	-0.006	-0.008
Si	13.435	-2.006	14.911	-0.027	-0.03	-0.006
Si	17.257	1.918	15.016	0.002	0.005	-0.003
Si	17.238	5.726	15.085	0.015	-0.009	0.033
Si	17.307	-5.849	14.966	-0.008	-0.022	0.006
Si	17.291	-1.909	15.089	-0.01	-0.031	0.037
Si	21.15	1.874	15.052	0.017	-0.002	0.058
Si	21.15	5.723	15.012	0.018	-0.026	0.016
Si	21.173	-5.768	15.006	0.003	0.003	0.017
Si	21.192	-1.919	15.072	0.04	0.026	0.004
Si	25.003	1.856	14.846	-0.032	-0.022	-0.01
Si	25.002	5.7	14.861	0.002	0.004	0.009
Si	25.025	-5.825	14.871	0.004	0.015	-0.024
Si	25.012	-1.942	14.943	-0.019	-0.016	0.006
Si	13.417	-0.108	16.234	-0.033	0.029	-0.013
Si	13.376	3.938	16.321	-0.004	-0.007	-0.004
Si	13.344	-7.751	16.386	0.007	0.002	-0.014
Si	13.397	-3.885	16.345	0.001	0.018	-0.036
Si	17.271	0.074	16.462	0.007	-0.025	-0.009
Si	17.175	3.775	16.465	-0.032	0.021	-0.024
Si	17.267	-7.715	16.428	-0.024	0.04	-0.021
Si	17.321	-3.951	16.312	0.018	0.048	-0.042
Si	21.22	-0.015	16.493	-0.021	-0.021	-0.042
Si	21.096	3.804	16.398	-0.045	-0.001	-0.03
Si	21.176	-7.711	16.321	-0.003	-0.026	-0.044
Si	21.234	-3.857	16.406	-0.014	-0.012	-0.044
Si	24.985	0.013	16.273	0.044	-0.033	-0.009
Si	24.99	3.756	16.166	0.027	0.021	0.005
Si	24.994	-7.764	16.177	-0.025	-0.006	-0.08
Si	25.058	-3.913	16.213	0.03	-0.021	-0.025
Si	15.218	-0.015	17.714	0.064	-0.03	0.073
Si	15.192	3.772	17.834	-0.023	-0.053	0.036
Si	15.412	5.744	19.105	0.07	-0.011	0.039
Si	15.36	-3.991	17.618	-0.014	0.029	0.013
Si	19.264	0.069	17.823	-0.045	-0.052	0.027
Si	19.476	2.007	19.228	0.015	-0.046	0.006
Si	17.325	-6.121	20.225	-0.081	0.192	-0.792
Si	19.258	-3.897	17.677	0.006	0.035	0.018
Si	23.218	0.05	17.837	-0.007	-0.003	0.085
Si	23.443	5.742	18.851	0.017	-0.037	0.074
Si	23.146	-7.705	17.591	0	0.057	0.035
Si	23.239	-3.887	17.683	0.004	0.003	0.083
Si	26.903	-0.09	17.608	0.007	-0.004	0.004
Si	26.778	3.861	17.671	0.007	0.017	0.032
Si	26.231	-5.871	18.957	-0.208	0.057	-0.547
Si	26.871	-3.937	17.72	0.026	-0.05	0.06
Si	14.359	1.82	19.004	-0.031	0.015	-0.001
Si	15.266	-7.723	17.751	-0.006	0.033	0.006
Si	15.268	-5.797	19.147	0.433	-0.087	-0.292
Si	15.647	-2.056	18.849	-0.202	0.153	-0.703
Si	19.143	3.824	17.775	0.012	0.034	0.016
Si	19.412	5.73	19.117	-0.027	0.024	0.013
Si	19.293	-7.762	17.696	-0.034	0.024	0.017
Si	18.821	-1.97	18.942	0.285	0.089	-0.698
Si	23.45	2.077	19.144	0.071	-0.059	-0.067
Si	23.141	3.808	17.568	-0.021	0.067	-0.019
Si	23.779	-5.854	18.915	0.269	0.07	-0.574
Si	23.929	-1.969	18.894	0.235	0.07	-0.637
Si	25.573	2.145	20.41	-0.049	-0.442	-0.247
Si	25.918	5.698	19.052	-0.041	-0.007	-0.022
Si	26.726	-7.827	17.743	0.046	0.016	0.089
Si	26.946	-1.866	21.25	-0.011	-0.064	-0.725
Si	14.538	-1.631	21.61	0.069	0.028	0.035
Si	29.345	5.955	20.834	0.286	-0.165	-0.494
Si	21.709	-5.512	21.103	-0.027	-0.033	-0.163
Si	15.153	1.342	21.157	-0.3	0.048	-0.582
Si	18.212	1.59	21.184	0.361	0.192	-0.56
Si	17.413	6.098	20.367	0.072	-0.21	-0.641
Si	19.279	-5.827	19.006	-0.426	0.014	-0.296
Si	19.49	-1.119	21.661	-0.001	0.035	-0.044
Si	21.502	2.794	20.292	0.054	0.141	-0.439
Si	21.49	5.243	20.231	0.027	0.01	-0.022
Si	20.444	-6.813	23.513	-0.104	0.045	-0.096
Si	22.265	-0.408	22.681	-0.024	-0.03	-0.014
Si	27.32	1.866	18.832	0.068	0.01	0.02
Si	26.571	4.996	21.202	-0.261	0.357	-0.563
Si	28.424	-6.434	20.897	-0.014	0.051	-0.064
Si	26.375	-1.978	18.939	-0.051	0.03	0.055
Si	19.997	-7.342	-3.629	-0.083	0.009	-0.078
Si	22.357	-7.303	-5.468	-0.022	0.047	0.057
Si	16.389	-1.613	26.08	0.051	0.112	-0.048
Si	15.498	-3.517	24.044	0.105	-0.018	-0.147
Si	23.296	4.729	24.41	0.058	0.032	-0.037
Si	16.048	5.333	22.915	-0.003	0.005	-0.23
Si	19.104	-1.504	24.481	0.063	-0.055	0.032
Si	20.22	2.933	22.999	0.119	-0.072	-0.164
Si	21.064	5.723	22.52	0.165	-0.014	-0.587
Si	15.583	4.952	-7.118	0.001	-0.118	-0.008
Si	16.947	0.514	-6.296	-0.004	0.078	0.022
Si	31.222	1.451	26.122	0.008	0.027	0.03
Si	26.061	-9.334	24.185	0.009	-0.178	-0.222
Si	25.656	-3.992	22.928	0.012	0.062	0.028
Si	25.016	0.522	21.998	0.266	0.458	-0.444
Si	18.333	-6.53	-6.087	0.12	-0.034	0.088
Si	25.669	-3.81	25.883	0.039	0.002	0.009
Si	11.384	-4.011	-0.779	0.147	0.167	0.698
Si	30.171	2.801	23.677	-0.115	0.045	-0.024
Si	26.426	-6.218	24.616	-0.05	-0.017	-0.028
Si	18.147	-1.73	-4.392	-0.058	0.076	-0.079
Si	29.278	-5.999	23.947	0.015	-0.025	-0.107
Si	28.091	-1.564	-5.657	-0.074	-0.065	0.036
Si	15.49	-7.433	-6.93	-0.01	0.011	-0.032
Si	27.54	3.742	25.229	0.037	-0.005	0.087
Si	11.618	4.99	-3.913	-0.018	-0.03	0.12
Si	13.146	-6.439	-5.422	0.141	0.14	0.123
Si	20.17	0.203	-3.131	0.011	0.087	0.055
Si	24.849	2.213	24.515	-0.028	0.074	0.029
Si	14.769	-3.762	-5.83	-0.059	-0.033	-0.018
Si	20.851	0.843	24.925	0.012	0.037	0.025
Si	23.626	-1.618	-5.809	-0.19	-0.021	0.003
Si	23.013	-2.988	21.719	0.068	-0.01	-0.079
Si	21.987	-4.175	-5.108	0.019	-0.101	0.015
Si	19.334	-3.667	-6.454	0.102	0.121	0.01
Si	13.964	1.076	-5.432	0.107	0.025	0.13
Si	24.098	-9.231	-3.965	0.017	-0.049	0.078
Si	31.697	-7.628	24.582	-0.052	0.021	-0.072
Si	-28.34	-5.244	23.145	0.026	0.063	-0.092
Si	22.665	3.469	-3.502	0.048	-0.022	0.123
Si	13.09	-8.001	-2.924	-0.083	0.006	0.157
Si	12.759	-1.982	-2.706	-0.084	-0.007	0.114
Si	19.63	3.1	-3.447	-0.003	-0.036	0.107
Si	20.888	-4.736	-2.341	0.012	0.154	0.069
Si	17.229	3.241	-5.043	-0.067	-0.113	0.027
Si	15.234	1.947	-2.912	0.036	0.019	0.11
Si	12.916	3.777	-6.425	-0.014	-0.053	0.1
Si	23.192	0.498	-3.703	-0.103	0.045	0.084
Si	26.813	-0.181	-0.644	0.244	-0.019	0.624
Si	26.242	2.842	-1.09	0.056	0.077	0.148
Si	26.788	-7.271	-0.571	0.176	-0.026	0.67
Si	27.68	-3.773	1.611	0.273	-0.187	0.563
Si	29.99	-0.023	1.609	-0.141	-0.051	0.653
Si	31.025	3.698	-0.557	-0.279	-0.032	0.61
Si	31.044	-8.582	-1.354	-0.01	-0.024	0.192
Si	31.215	-3.592	-0.698	-0.322	0.022	0.596
Si	-27.109	-0.472	-0.394	0.281	0.107	0.639
Si	-27.5	3.864	-0.522	0.342	-0.287	0.443
Si	-27.561	-8.501	-1.223	0.117	0.102	0.083
Si	-27.203	-3.582	-0.457	0.253	-0.123	0.689
Si	-22.596	-0.607	-0.618	-0.31	0.202	0.611
Si	-22.687	3.796	-0.563	-0.381	-0.055	0.441
Si	-22.251	-8.607	-1.061	-0.123	-0.073	0.076
Si	-22.972	-3.681	-0.567	-0.151	0.056	0.678
Si	31.418	-0.473	-1.047	-0.081	-0.011	0.091
Si	30.058	3.776	1.554	-0.011	-0.015	0.03
Si	30.009	-7.74	1.514	-0.208	0.028	0.669
Si	30.106	-3.833	1.416	0.004	-0.008	0.008
Si	34.798	-2.021	2.865	-0.015	0.001	-0.013
Si	35.287	3.677	1.462	0.02	0.007	0.071
Si	35.257	-7.741	1.448	0.277	-0.065	0.559
Si	35.364	-3.93	1.597	0.018	0.05	0.021
Si	-23.687	-0.12	1.461	-0.027	-0.057	-0.009
Si	-23.837	3.706	1.464	-0.054	0.004	0.055
Si	-23.184	-5.903	2.692	0.014	-0.038	-0.072
Si	-23.768	-3.912	1.596	-0.023	0.034	0.007
Si	-18.552	-0.103	1.491	-0.018	0.005	-0.008
Si	-18.541	3.761	1.419	0.221	-0.012	0.59
Si	-18.518	-7.701	1.376	0.078	-0.032	0.03
Si	-16.263	-4.25	-3.482	-0.074	0.048	0.019
Si	30.654	1.881	2.808	0.042	0.023	-0.052
Si	30.639	5.724	2.754	0.014	-0.009	-0.092
Si	30.677	-5.778	2.676	0.017	0.01	-0.092
Si	30.69	-1.966	2.762	0.025	-0.02	-0.088
Si	34.754	1.815	2.789	-0.007	-0.009	-0.079
Si	34.705	5.668	2.667	-0.019	-0.017	-0.083
Si	34.734	-5.859	2.769	-0.037	-0.058	-0.057
Si	35.424	-0.12	1.632	0.092	-0.025	0.047
Si	-23.192	1.816	2.727	-0.02	0.018	-0.091
Si	-23.244	5.668	2.691	0.017	-0.002	-0.1
Si	-23.865	-7.812	1.421	-0.192	0.03	0.593
Si	-23.186	-1.988	2.825	-0.002	0.02	-0.021
Si	-19.143	1.853	2.693	-0.027	0.011	-0.071
Si	-19.15	5.733	2.599	-0.026	0.008	-0.053
Si	-19.128	-5.822	2.687	-0.01	0.055	-0.035
Si	-19.129	-1.931	2.851	-0.033	-0.008	-0.055
Si	28.826	1.894	4.275	-0.003	-0.024	-0.041
Si	28.808	5.736	4.224	-0.013	0.005	-0.041
Si	28.897	-5.765	4.241	0.015	-0.017	-0.04
Si	28.917	-1.945	4.322	0.007	0.019	-0.04
Si	32.705	1.858	3.995	0.004	-0.02	0.044
Si	32.693	5.702	3.949	0.012	0.011	0.032
Si	32.688	-5.816	3.959	-0.02	0.014	0.034
Si	32.719	-1.981	4.001	-0.002	0.026	0.043
Si	-24.979	1.838	4.26	0	0.001	-0.047
Si	-25.043	5.701	4.196	-0.008	0.027	-0.006
Si	-24.979	-5.877	4.227	0.008	-0.022	-0.011
Si	-24.963	-1.993	4.346	0.018	-0.025	-0.076
Si	-21.159	1.863	3.948	0.013	0.017	0.029
Si	-21.174	5.711	3.887	0.005	-0.002	0.04
Si	-21.155	-5.853	3.934	-0.007	0.035	0.026
Si	-21.161	-1.968	4.033	-0.029	-0.011	0.037
Si	28.868	-0.015	5.611	0.005	0.004	0.044
Si	28.839	3.828	5.572	-0.011	0	0.025
Si	28.851	7.671	5.539	-0.015	0.007	0.012
Si	28.889	-3.881	5.61	0.018	-0.002	0.023
Si	32.706	-0.057	5.391	-0.002	0.001	0
Si	32.705	3.795	5.369	-0.004	-0.001	-0.033
Si	32.694	7.636	5.343	0.011	0.008	-0.005
Si	32.708	-3.91	5.381	0.012	-0.001	-0.03
Si	-24.993	-0.051	5.616	-0.003	-0.007	0.019
Si	-25.003	3.787	5.541	-0.007	0.037	-0.01
Si	-25.007	7.604	5.55	-0.003	-0.015	0.025
Si	-24.973	-3.956	5.579	0.004	-0.007	-0.005
Si	-21.164	-0.032	5.388	-0.007	-0.008	-0.011
Si	-21.158	3.803	5.32	0.01	0.01	-0.01
Si	-21.162	7.619	5.326	-0.024	-0.007	-0.011
Si	-21.153	-3.929	5.356	0.021	-0.016	0.009
Si	30.842	-0.032	6.855	0.023	0.003	0.021
Si	30.824	3.806	6.819	0.049	-0.013	0.023
Si	30.824	7.642	6.81	0.034	0.002	0.023
Si	30.856	-3.898	6.859	0.023	0.016	0.018
Si	-26.974	-0.05	6.848	-0.054	-0.006	0.026
Si	-26.966	3.79	6.818	-0.047	0.012	0.033
Si	-26.98	7.637	6.809	-0.03	-0.003	0.031
Si	-26.957	-3.917	6.824	-0.053	0.001	0.022
Si	-23.022	-0.037	6.852	0.025	-0.004	0.028
Si	-23.029	3.804	6.794	0.05	0.017	0.026
Si	-23.031	7.626	6.801	0.021	-0.005	0.034
Si	-23.012	-3.924	6.834	0.029	0.001	0.017
Si	-19.274	-0.031	6.818	-0.019	0	0.029
Si	-19.281	3.811	6.78	-0.018	-0.009	0.022
Si	-19.275	7.654	6.773	-0.029	-0.002	0.032
Si	-19.256	-3.906	6.779	-0.017	0.011	0.018
Si	30.737	1.873	13.664	0.015	0.013	-0.012
Si	30.776	5.736	13.649	-0.013	0.007	-0.022
Si	30.76	-5.832	13.677	-0.023	0.001	-0.01
Si	30.823	-1.986	13.677	-0.013	0.009	-0.012
Si	-26.918	1.86	13.658	0.013	-0.013	-0.039
Si	-26.931	5.711	13.663	0.013	0.016	-0.01
Si	-26.886	-5.807	13.608	0.021	-0.002	-0.014
Si	-26.883	-1.936	13.702	0.02	-0.002	-0.022
Si	-23.098	1.877	13.568	-0.028	0.006	-0.02
Si	-23.084	5.724	13.567	-0.016	0.008	-0.043
Si	-23.078	-5.781	13.548	-0.025	-0.011	-0.021
Si	-23.068	-1.94	13.616	-0.027	-0.011	-0.033
Si	-19.147	1.875	13.555	0.033	0.007	-0.015
Si	-19.176	5.751	13.528	0.001	-0.021	-0.015
Si	-19.143	-5.777	13.55	0.016	0.008	-0.022
Si	-19.186	-1.942	13.583	0.025	-0.014	-0.039
Si	28.812	1.882	15.046	-0.033	-0.015	0.076
Si	28.823	5.75	14.96	-0.008	0.034	0.022
Si	28.813	-5.858	15.05	-0.008	-0.003	-0.011
Si	28.852	-2.044	14.955	-0.024	-0.033	-0.009
Si	32.676	1.854	15	-0.003	0.002	0
Si	32.677	5.692	15.045	0.022	0.012	0.032
Si	32.74	-5.836	14.96	-0.011	-0.011	0.01
Si	32.745	-1.922	15.092	-0.013	-0.023	0.043
Si	-24.98	1.842	15.001	-0.004	0.016	0.059
Si	-24.976	5.731	14.971	0.021	-0.042	0.017
Si	-24.96	-5.741	14.962	-0.005	0.003	0.01
Si	-24.936	-1.925	15.068	0.047	0.024	0.013
Si	-21.111	1.861	14.809	-0.029	-0.013	-0.009
Si	-21.111	5.733	14.833	-0.007	0.019	-0.015
Si	-21.105	-5.764	14.804	0.012	0.001	-0.041
Si	-21.117	-1.91	14.928	-0.011	-0.014	0.009
Si	28.838	-0.147	16.289	-0.038	0.015	-0.009
Si	28.756	3.89	16.356	-0.015	0.005	-0.007
Si	28.745	-7.796	16.422	0.002	0.003	-0.006
Si	28.836	-3.926	16.389	-0.009	0.018	-0.042
Si	32.702	0.038	16.494	0.019	-0.024	0.001
Si	32.583	3.73	16.401	-0.021	0.031	-0.033
Si	32.71	-7.733	16.36	-0.021	0.015	-0.024
Si	32.817	-3.937	16.333	0.025	0.021	-0.04
Si	-24.91	-0.016	16.485	-0.029	-0.005	-0.045
Si	-25.038	3.782	16.309	-0.049	-0.004	-0.069
Si	-24.954	-7.68	16.255	0.003	-0.034	-0.022
Si	-24.896	-3.857	16.412	-0.021	-0.005	-0.045
Si	-21.132	0.041	16.27	0.027	-0.034	0
Si	-21.084	3.769	16.112	0.027	0.057	-0.043
Si	-21.112	-7.687	16.1	-0.048	-0.004	-0.073
Si	-21.079	-3.881	16.188	0.034	-0.013	-0.021
Si	30.647	-0.064	17.767	0.075	-0.022	0.059
Si	30.619	3.733	17.787	-0.018	-0.039	0.047
Si	30.849	5.695	19.052	0.079	0.001	0.009
Si	30.851	-3.963	17.601	-0.003	0.025	0.014
Si	34.707	0.065	17.857	-0.064	-0.05	0.041
Si	34.924	2.048	19.203	0.058	-0.071	0.026
Si	32.772	-6.155	20.255	-0.032	0.168	-0.754
Si	34.73	-3.89	17.773	0.001	0.029	0.019
Si	-22.916	0.064	17.827	0.04	-0.009	0.087
Si	-22.681	5.76	18.619	0.038	-0.003	0.072
Si	-22.973	-7.636	17.491	-0.011	0.086	0.005
Si	-22.889	-3.872	17.673	0.005	0.007	0.076
Si	-19.225	-0.031	17.633	-0.011	-0.015	-0.019
Si	-19.297	3.897	17.639	-0.041	0.052	0.048
Si	-19.885	-5.805	18.953	-0.211	0.037	-0.575
Si	-19.271	-3.883	17.693	0.02	-0.061	0.061
Si	29.784	1.818	18.98	-0.034	0.013	-0.014
Si	30.733	-7.783	17.68	0.011	0.027	0.001
Si	30.808	-5.832	18.997	0.51	-0.111	-0.247
Si	31.114	-2.086	18.949	-0.263	0.154	-0.676
Si	34.554	3.788	17.672	0.021	0.018	0.003
Si	34.805	5.726	18.924	0.007	0.028	-0.058
Si	34.716	-7.713	17.632	-0.046	0.023	-0.022
Si	34.302	-1.946	19.059	0.339	0.072	-0.714
Si	-22.672	2.119	19.085	0.043	-0.032	-0.013
Si	-22.981	3.788	17.437	-0.09	0.014	0.05
Si	-22.333	-5.835	18.897	0.255	0.032	-0.594
Si	-22.24	-1.956	18.912	0.196	0.091	-0.639
Si	-20.58	2.215	20.377	0	-0.443	-0.307
Si	-20.25	-9.602	18.849	-0.103	-0.136	-0.686
Si	-19.373	-7.724	17.662	-0.016	-0.011	0.109
Si	-19.202	-1.9	21.192	-0.142	0.035	-0.712
Si	30.002	-1.549	21.683	0.009	-0.04	-0.023
Si	-17.12	-9.302	21.329	-0.039	-0.055	-0.004
Si	-24.372	-5.556	21.141	-0.034	-0.046	-0.141
Si	30.607	1.449	21.111	-0.321	0.048	-0.581
Si	-27.881	1.722	21.176	0.365	0.186	-0.58
Si	32.871	6.073	20.266	0.092	-0.135	-0.626
Si	34.747	-5.858	19.074	-0.431	0.064	-0.321
Si	-26.614	-0.941	21.774	0.012	0.043	-0.082
Si	-24.595	2.891	20.23	0.056	0.099	-0.586
Si	36.928	5.318	19.914	0.145	-0.355	-0.532
Si	-25.562	-6.545	23.7	-0.065	0.061	-0.121
Si	-23.868	-0.339	22.762	-0.037	0.001	-0.04
Si	-18.786	1.937	18.849	0.069	-0.015	0.031
Si	-19.744	4.987	21.711	-0.01	-0.041	-0.125
Si	-17.781	-6.285	21.058	-0.049	0.031	-0.091
Si	-19.814	-1.937	18.915	-0.024	0.027	0.036
Si	-26.047	-7.491	-3.526	-0.008	-0.025	-0.022
Si	-23.756	-7.368	-5.478	-0.022	0.037	0.088
Si	31.902	-1.532	26.306	0.041	-0.006	-0.009
Si	31.081	-3.365	24.11	0.008	0.004	-0.148
Si	-22.944	4.834	24.556	0.097	-0.041	-0.047
Si	31.601	5.373	22.81	-0.025	0.001	-0.226
Si	-26.898	-1.286	24.708	0.016	0.007	-0.015
Si	-25.837	3.109	22.956	0.05	-0.109	-0.194
Si	-25.049	-9.383	22.802	0.034	0.081	0.045
Si	30.606	5.195	-6.869	-0.027	-0.235	-0.035
Si	32.244	0.831	-6.392	-0.117	0.043	0.076
Si	-15.073	1.594	26.304	-0.025	0.003	0.019
Si	-20.313	-9.272	24.622	0.097	-0.043	-0.122
Si	-20.59	-3.953	22.964	0.007	0.044	0.004
Si	-21.012	0.605	21.983	0.121	0.22	-0.515
Si	-27.748	-6.399	-5.832	0.183	-0.082	0.022
Si	-20.477	-3.653	25.901	0.016	-0.022	0.014
Si	26.209	-4.275	-1.014	-0.01	0.081	0.113
Si	-16.224	2.97	23.87	-0.078	-0.007	-0.061
Si	-19.84	-6.138	24.712	-0.021	0.007	-0.024
Si	-27.989	-1.398	-4.813	-0.037	-0.021	-0.091
Si	-16.927	-5.836	24.051	0.009	-0.078	-0.16
Si	-18.061	-1.362	-5.749	-0.068	-0.069	0.083
Si	30.852	-7.049	-6.673	-0.038	0.053	-0.048
Si	-18.721	3.899	25.599	0.05	-0.042	0.073
Si	26.762	4.598	-3.606	-0.089	0.055	0.098
Si	28.363	-6.487	-4.814	-0.006	0.087	0.051
Si	-26.368	0.323	-3.091	0.071	0.057	0.05
Si	-21.271	2.291	24.552	-0.055	0.127	-0.021
Si	30.986	-2.88	-5.425	-0.036	-0.061	-0.1
Si	-25.196	1.077	25.051	-0.043	0.002	-0.001
Si	-22.604	-1.615	-5.482	-0.13	-0.008	-0.016
Si	-23.225	-2.967	21.74	0.065	0.054	-0.163
Si	-24.155	-4.294	-5.132	0.061	-0.072	-0.006
Si	-26.635	-3.568	-6.461	0.137	-0.002	-0.048
Si	29.312	1.111	-5.381	0.005	0.008	0.072
Si	-22.105	-9.331	-3.992	-0.039	-0.048	0.112
Si	-14.503	-7.501	24.705	-0.059	0.017	0.031
Si	-12.976	-5.217	23.158	0.008	0.109	-0.029
Si	-23.674	3.477	-3.51	0.072	-0.032	0.124
Si	28.506	-8.643	-2.838	0.107	-0.011	0.062
Si	27.504	-2.329	-2.816	-0.064	0.065	0.083
Si	-26.677	3.273	-3.513	0.001	-0.023	0.083
Si	-25.238	-4.882	-2.393	0.025	0.145	0.117
Si	32.364	3.434	-4.975	-0.015	-0.049	0.024
Si	30.598	1.809	-2.865	0.002	0.022	0.101
Si	28.017	3.707	-6.317	0.038	0.03	0.107
Si	-23.355	0.434	-3.415	-0.028	0.043	0.102
Si	-19.423	-0.18	-0.694	0.185	-0.063	0.634
Si	-19.939	2.817	-1.184	0.019	0.085	0.163
Si	-19.346	-7.326	-0.81	0.558	-0.415	0.068
Si	-18.555	-3.806	1.601	0.24	-0.17	0.586
Si	-16.164	-0.061	1.481	-0.16	0.012	0.665
Si	-15.175	3.824	-0.634	-0.303	-0.104	0.628
Si	-15.335	-8.384	-0.902	-0.161	0.23	0.737
Si	-14.661	-3.452	-1.187	-0.02	0.103	0.161
Si	-11.63	-0.307	-0.48	0.311	0.126	0.677
Si	-12.133	4.034	-0.647	0.355	-0.245	0.473
Si	-12.352	-8.251	-1.237	0.057	0.136	0.051
Si	-11.663	-3.443	-0.515	0.214	-0.116	0.713
Si	-6.976	-0.65	-1.053	-0.067	-0.036	0.105
Si	-7.275	3.82	-0.623	-0.433	-0.083	0.441
Si	-6.818	-8.546	-1.125	-0.125	-0.052	0.075
Si	-7.458	-3.664	-0.542	-0.227	0.113	0.603
Si	-14.606	-0.33	-1.199	-0.121	-0.021	0.162
Si	-16.127	3.752	1.481	-0.04	-0.021	0.027
Si	-16.078	-7.796	1.308	-0.006	0.004	0.007
Si	-16.149	-3.848	1.538	-0.181	-0.087	0.75
Si	-11.416	-1.912	2.837	0.005	0.018	0.006
Si	-10.907	3.799	1.363	-0.009	0.01	0.05
Si	-10.891	-7.633	1.382	0.266	-0.093	0.569
Si	-10.833	-3.817	1.594	0.005	0.029	0.034
Si	-8.411	0.02	1.625	-0.249	-0.097	0.595
Si	-8.476	3.79	1.386	-0.04	0.037	0.072
Si	-7.799	-5.793	2.617	0.016	-0.043	-0.062
Si	-8.441	-3.791	1.55	-0.013	0.007	0.014
Si	-3.168	0.04	1.468	0.022	-0.041	0.004
Si	-3.12	3.88	1.37	0.203	-0.008	0.558
Si	-3.142	-7.588	1.471	0.065	0.005	0.056
Si	-0.918	-4.287	-3.318	0.023	-0.099	0.071
Si	-15.525	1.854	2.712	0.051	-0.014	-0.061
Si	-15.541	5.719	2.665	0.023	-0.023	-0.031
Si	-15.478	-5.851	2.594	0.014	0.008	-0.102
Si	-15.489	-1.941	2.749	0.021	-0.038	-0.079
Si	-11.455	1.956	2.737	-0.013	-0.006	-0.062
Si	-11.463	5.771	2.597	-0.016	-0.005	-0.098
Si	-11.431	-5.779	2.727	-0.03	-0.041	-0.046
Si	-10.807	0.008	1.632	0.062	0.004	0.04
Si	-7.84	1.974	2.764	-0.019	-0.013	-0.083
Si	-7.857	5.753	2.611	0.011	-0.006	-0.094
Si	-8.458	-7.717	1.337	-0.193	0.034	0.597
Si	-7.816	-1.914	2.813	0.013	0.038	-0.036
Si	-3.758	1.987	2.656	-0.02	0.029	-0.058
Si	-3.752	5.812	2.598	-0.032	0.02	-0.074
Si	-3.704	-5.652	2.67	-0.03	0.001	-0.024
Si	-3.746	-1.9	2.653	-0.044	0.024	-0.054
Si	-17.334	1.879	4.203	0.005	-0.014	-0.034
Si	-17.356	5.737	4.149	0.003	-0.004	-0.058
Si	-17.279	-5.815	4.142	0.012	0.022	-0.043
Si	-17.281	-1.935	4.272	-0.007	0.005	-0.011
Si	-13.493	1.913	3.936	-0.009	0.004	0.038
Si	-13.486	5.749	3.87	0.015	0.011	0.031
Si	-13.482	-5.797	3.904	-0.022	0.018	0.014
Si	-13.471	-1.926	3.983	-0.009	0.001	0.041
Si	-9.653	1.971	4.241	-0.027	-0.03	-0.051
Si	-9.657	5.792	4.124	-0.003	0.03	-0.015
Si	-9.585	-5.789	4.17	0.007	-0.018	-0.036
Si	-9.612	-1.902	4.309	-0.019	0.01	-0.078
Si	-5.772	1.977	3.917	-0.003	-0.004	0.036
Si	-5.795	5.789	3.84	-0.014	0	0.026
Si	-5.764	-5.732	3.866	-0.008	0.026	0.021
Si	-5.749	-1.907	3.936	-0.004	0.003	0.037
Si	-17.306	-0.009	5.566	-0.001	-0.011	0.035
Si	-17.329	3.825	5.493	-0.003	-0.01	0.022
Si	-17.318	7.658	5.486	-0.016	0.015	-0.016
Si	-17.283	-3.906	5.509	0.026	0.026	0.052
Si	-13.468	0.006	5.348	0.012	-0.005	-0.005
Si	-13.481	3.851	5.304	-0.018	-0.013	-0.021
Si	-13.474	7.665	5.287	0.022	0.016	-0.013
Si	-13.473	-3.879	5.32	-0.005	0.003	-0.007
Si	-9.626	0.048	5.561	-0.001	0.004	0.044
Si	-9.641	3.905	5.511	-0.004	0.02	0
Si	-9.622	7.688	5.484	0.002	-0.02	0.025
Si	-9.603	-3.873	5.527	0.023	-0.005	0.001
Si	-5.761	0.039	5.301	-0.01	0.001	0.001
Si	-5.771	3.9	5.292	0	0	-0.011
Si	-5.769	7.719	5.248	0	-0.005	-0.007
Si	-5.762	-3.836	5.307	-0.002	-0.008	-0.021
Si	-15.33	0.002	6.806	0.03	0	0.023
Si	-15.354	3.842	6.759	0.051	-0.005	0.026
Si	-15.345	7.67	6.753	0.045	0.009	0.029
Si	-15.327	-3.877	6.785	0.015	0.013	0.016
Si	-11.6	0.015	6.8	-0.042	-0.002	0.025
Si	-11.609	3.866	6.768	-0.049	0.009	0.031
Si	-11.597	7.694	6.746	-0.034	-0.01	0.034
Si	-11.588	-3.865	6.765	-0.056	0	0.017
Si	-7.632	0.04	6.768	0.015	-0.009	0.014
Si	-7.654	3.889	6.745	0.046	0.013	0.027
Si	-7.641	7.71	6.727	0.015	0.004	0.033
Si	-7.633	-3.835	6.771	0.032	0.009	0.016
Si	-3.877	0.034	6.738	-0.02	0.008	0.024
Si	-3.886	3.897	6.734	-0.016	0.003	0.03
Si	-3.874	-7.655	6.692	-0.035	-0.007	0.024
Si	-3.865	-3.823	6.729	-0.04	0.001	0.031
Si	-15.408	1.919	13.62	-0.013	0.004	-0.012
Si	-15.373	5.789	13.59	-0.008	0.01	-0.024
Si	-15.386	-5.782	13.63	-0.03	0.001	-0.007
Si	-15.339	-1.937	13.637	-0.005	0.002	-0.014
Si	-11.518	1.929	13.588	0.032	-0.013	-0.031
Si	-11.537	5.782	13.59	0.019	0.004	-0.001
Si	-11.495	-5.742	13.562	0.024	-0.008	-0.008
Si	-11.515	-1.876	13.649	0.015	-0.001	-0.008
Si	-7.735	1.945	13.503	-0.031	0.016	-0.017
Si	-7.704	5.812	13.472	-0.019	0.004	-0.041
Si	-7.716	-5.718	13.519	-0.03	-0.019	-0.014
Si	-7.707	-1.882	13.54	-0.016	-0.004	-0.036
Si	-3.792	1.962	13.488	0.02	0.006	-0.02
Si	-3.813	5.818	13.461	0.021	-0.012	-0.02
Si	-3.8	-5.737	13.483	0.016	0.009	-0.032
Si	-3.822	-1.89	13.504	0.022	-0.012	-0.029
Si	-17.305	1.909	15.039	-0.027	0.007	0.102
Si	-17.296	5.79	14.932	-0.007	0.029	0.02
Si	-17.3	-5.783	15.036	-0.017	-0.005	0.011
Si	-17.277	-1.984	14.964	-0.031	-0.022	-0.009
Si	-13.457	1.922	14.931	0.017	-0.003	-0.036
Si	-13.469	5.76	14.975	-0.009	0.001	0.025
Si	-13.409	-5.784	14.915	-0.008	-0.005	-0.007
Si	-13.43	-1.873	15.058	-0.024	-0.026	0.041
Si	-9.602	1.928	14.959	0.008	0.001	0.052
Si	-9.577	5.84	14.884	0.014	-0.037	0.024
Si	-9.597	-5.677	14.954	0.001	0.005	0.013
Si	-9.568	-1.86	15	0.037	0.014	0.019
Si	-5.756	1.947	14.741	-0.03	-0.021	-0.009
Si	-5.752	5.801	14.754	-0.003	0.001	0.01
Si	-5.739	-5.733	14.771	-0.001	0.012	-0.023
Si	-5.756	-1.852	14.84	-0.019	-0.012	0.009
Si	-17.267	-0.103	16.338	-0.02	0.041	0.016
Si	-17.323	3.928	16.338	0.003	-0.048	-0.059
Si	-17.359	-7.737	16.373	0.023	0.005	-0.038
Si	-17.271	-3.852	16.413	0.009	-0.006	-0.006
Si	-13.463	0.117	16.429	-0.002	-0.033	0.016
Si	-13.521	3.802	16.321	-0.033	0.012	-0.011
Si	-13.403	-7.682	16.312	0.01	0.005	-0.03
Si	-13.373	-3.898	16.305	0.019	0.017	-0.006
Si	-9.555	0.042	16.421	-0.015	0.016	-0.024
Si	-9.596	3.915	16.219	-0.02	-0.009	-0.064
Si	-9.58	-7.624	16.255	-0.018	-0.014	-0.044
Si	-9.563	-3.766	16.383	-0.028	-0.025	-0.021
Si	-5.789	0.108	16.166	0.051	-0.034	-0.011
Si	-5.753	3.857	16.048	0.017	0.021	0.01
Si	-5.757	-7.666	16.077	-0.022	-0.003	-0.082
Si	-5.712	-3.817	16.106	0.029	-0.026	-0.027
Si	-15.432	0.006	17.829	0.017	0.029	0.008
Si	-15.439	3.752	17.758	-0.008	-0.036	0.033
Si	-15.237	5.734	18.979	0.577	0.025	-0.273
Si	-15.269	-3.867	17.69	-0.043	0.017	-0.013
Si	-11.496	0.096	17.798	-0.027	0.013	0.019
Si	-11.199	2.171	18.975	0.506	-0.141	-0.395
Si	-13.409	-6.102	20.291	-0.001	0.122	-0.718
Si	-11.497	-3.79	17.769	0.013	0.021	-0.022
Si	-7.554	0.161	17.726	0.024	-0.005	0.071
Si	-7.304	5.855	18.728	0.016	-0.036	0.055
Si	-7.598	-7.589	17.49	-0.002	0.068	0.04
Si	-7.525	-3.781	17.578	0.014	0.013	0.088
Si	-3.888	0.002	17.516	0	-0.008	0.004
Si	-3.991	3.973	17.573	-0.007	0.011	0.026
Si	-4.531	-5.765	18.848	-0.188	0.046	-0.548
Si	-3.908	-3.839	17.615	0.02	-0.046	0.063
Si	-16.311	1.888	19.097	-0.036	0.018	0.007
Si	-15.361	-7.723	17.622	-0.022	0.012	0
Si	-15.351	-5.821	19.012	0.522	0.015	-0.292
Si	-14.661	-1.961	18.968	0.267	0.142	-0.572
Si	-11.532	3.96	17.542	0.051	-0.016	0.003
Si	-11.358	5.795	19.014	-0.051	0.056	0.043
Si	-11.449	-7.656	17.663	-0.014	0.027	-0.006
Si	-12.173	-1.862	19.014	-0.243	0.095	-0.572
Si	-7.323	2.204	19.017	0.057	-0.036	-0.062
Si	-7.599	3.926	17.439	-0.028	0.073	-0.016
Si	-6.96	-5.731	18.804	0.25	0.055	-0.618
Si	-6.868	-1.854	18.783	0.263	0.061	-0.666
Si	-5.222	2.258	20.268	-0.055	-0.427	-0.245
Si	-4.849	5.795	18.971	-0.028	0.003	-0.036
Si	-4.04	-7.733	17.659	0.047	0.01	0.09
Si	-3.921	-1.772	21.145	0.009	-0.072	-0.731
Si	-16.04	-1.567	21.729	0.02	-0.07	-0.055
Si	-1.469	6.084	20.786	0.371	-0.17	-0.534
Si	-8.968	-5.383	21.054	-0.033	-0.019	-0.172
Si	-15.82	1.571	21.398	-0.289	0.053	-0.743
Si	-12.822	1.835	21.549	0.161	-0.008	-0.061
Si	-13.32	6.116	20.39	0.075	-0.261	-0.68
Si	-11.446	-5.765	19.074	-0.411	0.068	-0.314
Si	-11.465	-0.875	21.813	-0.015	0.004	-0.085
Si	-9.251	2.961	20.167	0.089	0.133	-0.56
Si	-9.257	5.405	20.077	0.05	0.002	0.024
Si	-10.146	-6.533	23.462	-0.102	-0.017	-0.018
Si	-8.619	-0.198	22.57	-0.038	0.012	-0.029
Si	-3.475	1.971	18.718	0.069	0.01	0.017
Si	-4.195	5.078	21.12	-0.27	0.331	-0.561
Si	-2.402	-6.357	20.859	-0.011	0.055	-0.045
Si	-4.431	-1.89	18.835	-0.04	0.02	0.058
Si	-10.755	-7.242	-3.631	-0.056	-0.034	-0.006
Si	-8.481	-7.405	-5.534	-0.043	0.001	0.094
Si	-19.432	-5.62	-7.17	0.036	0.001	-0.003
Si	-15.056	-3.3	24.247	0.085	-0.016	-0.179
Si	-7.428	4.922	24.21	0.099	-0.001	-0.055
Si	-14.612	5.475	22.993	0.08	-0.011	-0.176
Si	-11.531	-1.089	24.766	0.018	-0.032	-0.028
Si	-10.514	3.212	22.917	0.014	-0.038	-0.256
Si	-9.592	-9.413	22.351	0.139	0.084	-0.625
Si	-15.425	5.238	-7.118	-0.052	-0.122	0.007
Si	-13.807	0.916	-6.605	-0.073	0.021	0.089
Si	0.588	1.511	26.08	-0.015	0	0.077
Si	-4.652	-9.221	24.113	0.048	-0.148	-0.233
Si	-5.226	-3.851	22.846	0.032	0.041	0.007
Si	-5.844	0.629	21.81	0.244	0.398	-0.506
Si	-12.4	-6.263	-6.039	0.153	-0.023	0.028
Si	-5.222	-3.695	25.806	-0.006	-0.04	0.015
Si	-19.912	-4.249	-1.112	0	0.106	0.126
Si	-0.451	2.964	23.583	-0.127	0.023	0.036
Si	-4.529	-6.068	24.523	-0.082	-0.061	0.011
Si	-12.659	-1.364	-4.883	-0.002	0.068	-0.066
Si	-1.695	-5.868	23.943	0.03	-0.045	-0.143
Si	-2.616	-1.475	-5.577	-0.055	-0.089	0.042
Si	-15.286	-7.099	-6.714	-0.087	0.022	0.005
Si	-3.137	3.84	25.044	0.03	-0.027	0.096
Si	-19.331	4.736	-3.498	-0.055	-0.032	0.052
Si	-17.739	-6.563	-4.77	0.004	0.089	-0.032
Si	-10.898	0.382	-3.226	0.085	0.028	0.028
Si	-5.807	2.372	24.307	0.004	0.14	0.039
Si	-15.182	-2.684	-5.634	0.033	-0.018	-0.055
Si	-9.735	1.267	24.939	-0.036	-0.069	-0.034
Si	-7.166	-1.689	-5.975	-0.135	0.007	-0.042
Si	-7.861	-2.791	21.599	0.047	0.03	-0.097
Si	-8.721	-4.291	-5.243	0.026	-0.076	0.011
Si	-11.292	-3.492	-6.579	0.091	-0.004	-0.042
Si	-16.781	1.283	-5.574	0.062	0.003	0.061
Si	-6.663	-9.291	-4.074	-0.002	-0.025	0.115
Si	0.664	-7.497	24.601	0.015	0	-0.047
Si	2.181	-5.486	22.657	-0.104	-0.021	-0.623
Si	-8.212	3.478	-3.608	0.052	-0.047	0.125
Si	-17.987	-8.328	-2.413	-0.277	0.236	0.545
Si	-18.572	-2.295	-2.885	-0.011	0.046	0.073
Si	-11.219	3.363	-3.604	-0.014	-0.019	0.095
Si	-9.565	-4.806	-2.408	0.071	0.112	0.127
Si	-13.666	3.518	-5.142	-0.037	-0.03	-0.011
Si	-15.489	1.984	-3.015	-0.021	0.066	0.113
Si	-18.042	3.972	-6.323	-0.053	0.028	0.064
Si	-7.889	0.417	-3.828	-0.121	0.012	0.042
Si	0.046	-1.89	8.099	-0.008	-0.003	-0.017
Si	0.043	1.955	8.081	-0.02	-0.008	-0.015
Si	0.044	-9.572	8.081	-0.022	-0.006	-0.012
Si	0.05	-5.743	8.078	-0.021	0.012	-0.012
Si	3.791	-1.907	8.105	0.026	-0.006	-0.016
Si	3.789	1.94	8.102	0.017	-0.006	-0.012
Si	3.785	-9.574	8.102	0.013	-0.006	-0.016
Si	3.798	-5.746	8.089	0.016	0.009	-0.018
Si	7.716	-1.905	8.153	0	0.007	-0.001
Si	7.704	1.947	8.14	-0.01	0.009	-0.009
Si	7.707	5.806	8.141	0.005	-0.009	-0.015
Si	7.701	-5.743	8.134	0.006	-0.002	-0.01
Si	11.498	-1.898	8.176	0.002	-0.004	-0.005
Si	11.49	1.95	8.175	0.004	0.006	-0.006
Si	11.486	-9.563	8.177	0	-0.012	-0.001
Si	11.496	-5.732	8.162	0.019	0.005	-0.003
Si	15.423	-1.902	8.192	-0.013	0.001	-0.016
Si	15.415	1.949	8.187	-0.02	-0.004	-0.014
Si	15.416	5.805	8.185	-0.01	-0.001	-0.009
Si	15.419	-5.75	8.183	-0.019	0.007	-0.009
Si	19.186	-1.939	8.209	0.022	0.001	-0.006
Si	19.175	1.93	8.216	0.014	0.003	-0.002
Si	19.176	5.789	8.212	0.016	-0.003	-0.012
Si	19.187	-5.782	8.202	0.008	0.005	-0.013
Si	23.107	-1.948	8.22	-0.017	-0.001	0
Si	23.1	1.923	8.224	-0.007	0.003	-0.005
Si	23.107	5.752	8.211	0.002	-0.005	-0.012
Si	23.101	-5.817	8.218	0.002	0.005	-0.005
Si	26.904	-1.965	8.209	-0.002	-0.003	-0.012
Si	26.904	1.9	8.213	0.01	0.008	-0.006
Si	26.904	5.749	8.198	0.012	-0.01	-0.003
Si	26.907	-5.814	8.207	0.006	0.008	-0.006
Si	30.83	-1.966	8.201	-0.012	0.001	-0.016
Si	30.827	1.893	8.2	-0.017	-0.016	-0.011
Si	30.822	5.726	8.18	-0.017	0.001	-0.012
Si	30.83	-5.83	8.194	-0.016	0.011	-0.011
Si	-26.959	-1.987	8.184	0.023	0.002	-0.007
Si	-26.965	1.878	8.194	0.016	-0.005	-0.004
Si	-26.965	5.717	8.175	0.017	0.001	-0.016
Si	-26.956	-5.833	8.184	0.005	0.001	-0.013
Si	-23.032	-1.981	8.177	-0.01	0.001	-0.002
Si	-23.042	1.896	8.183	-0.014	-0.009	-0.002
Si	-23.039	5.715	8.171	-0.002	-0.003	-0.009
Si	-23.042	-5.843	8.182	0.006	0.003	-0.003
Si	-19.246	-1.974	8.145	-0.004	-0.001	-0.014
Si	-19.256	1.898	8.161	0.004	-0.003	-0.008
Si	-19.258	5.736	8.141	0.013	-0.005	-0.01
Si	-19.252	-5.814	8.15	0.007	0.004	-0.008
Si	-15.335	-1.942	8.134	-0.015	0.004	-0.022
Si	-15.341	1.93	8.144	-0.017	-0.008	-0.013
Si	-15.348	5.758	8.126	-0.023	-0.007	-0.013
Si	-15.339	-5.798	8.133	-0.019	0.007	-0.011
Si	-11.584	-1.93	8.123	0.019	-0.001	-0.008
Si	-11.589	1.946	8.137	0.022	-0.006	-0.003
Si	-11.593	5.786	8.125	0.015	-0.01	-0.011
Si	-11.581	-5.777	8.122	0.01	0.004	-0.013
Si	-7.655	-1.896	8.111	-0.016	-0.005	0
Si	-7.657	1.965	8.113	-0.011	-0.004	-0.005
Si	-7.657	5.803	8.106	0	-0.006	-0.009
Si	-7.662	-5.761	8.109	0.006	-0.001	-0.003
Si	-3.867	-1.896	8.092	0.006	-0.008	-0.009
Si	-3.865	1.964	8.091	0.011	0.003	-0.005
Si	-3.868	-9.565	8.083	0.011	-0.009	-0.002
Si	-3.861	-5.744	8.082	0.011	0.012	-0.005
Si	1.914	-1.889	9.52	-0.027	0.008	0.02
Si	1.911	1.951	9.51	-0.001	-0.008	0.019
Si	1.91	-9.578	9.512	0.01	0.016	0.03
Si	1.924	-5.735	9.498	0.01	-0.01	0.016
Si	5.736	-1.895	9.446	-0.015	0.018	0.002
Si	5.732	1.946	9.447	-0.009	0	0.006
Si	5.733	5.804	9.442	0.001	0.006	0.001
Si	5.733	-5.734	9.45	-0.02	0.001	0.004
Si	9.6	-1.896	9.549	-0.003	-0.021	0.03
Si	9.586	1.944	9.543	0.003	0.003	0.019
Si	9.585	-9.582	9.547	-0.007	0.011	0.025
Si	9.588	-5.74	9.527	-0.013	0	0.023
Si	13.463	-1.915	9.499	0.022	-0.003	-0.006
Si	13.456	1.936	9.498	0.014	-0.008	0.007
Si	13.454	5.794	9.491	-0.001	-0.004	0
Si	13.459	-5.747	9.495	0.009	-0.02	0.009
Si	17.299	-1.924	9.608	-0.025	-0.003	0.018
Si	17.29	1.928	9.607	0.001	0.001	0.018
Si	17.29	5.779	9.605	0.005	0.005	0.025
Si	17.303	-5.769	9.594	0.022	-0.008	0.014
Si	21.138	-1.944	9.534	-0.013	0.011	0.008
Si	21.129	1.909	9.54	-0.014	0.001	0.006
Si	21.137	5.756	9.527	-0.001	0.002	-0.002
Si	21.134	-5.792	9.543	-0.017	-0.003	0.002
Si	25.007	-1.956	9.593	0.003	-0.016	0.022
Si	25.004	1.897	9.592	0.006	0.012	0.02
Si	25.007	5.741	9.586	-0.004	0.003	0.028
Si	25.002	-5.809	9.585	-0.015	-0.005	0.019
Si	28.874	-1.974	9.521	0.014	0.006	-0.007
Si	28.873	1.882	9.526	0.017	0.001	0.007
Si	28.872	5.73	9.51	0.008	-0.003	0.002
Si	28.876	-5.813	9.524	0.008	-0.018	0.005
Si	-28.838	-1.973	9.601	-0.033	0.003	0.016
Si	-28.842	1.881	9.604	-0.001	0.009	0.024
Si	-28.844	5.719	9.589	0.009	0.003	0.025
Si	-28.831	-5.822	9.593	0.017	-0.012	0.012
Si	-24.998	-1.972	9.496	-0.014	0.008	0.008
Si	-25.004	1.881	9.508	-0.005	0.011	0.004
Si	-25.005	5.72	9.494	-0.001	-0.002	0.002
Si	-25.003	-5.819	9.514	-0.016	0.004	0.005
Si	-21.13	-1.964	9.547	0.004	-0.014	0.02
Si	-21.142	1.891	9.557	0.009	0.011	0.021
Si	-21.138	5.73	9.55	-0.003	0.004	0.033
Si	-21.14	-5.811	9.55	-0.01	0	0.021
Si	-17.281	-1.952	9.462	0.024	0.007	-0.004
Si	-17.287	1.905	9.476	0.016	0.005	0.007
Si	-17.293	5.75	9.459	0.009	0.003	0.006
Si	-17.286	-5.786	9.469	0.006	-0.012	0.005
Si	-13.459	-1.926	9.542	-0.017	-0.003	0.018
Si	-13.462	1.934	9.55	-0.002	0.01	0.02
Si	-13.468	5.774	9.539	0.01	0.01	0.031
Si	-13.453	-5.77	9.533	0.016	-0.011	0.018
Si	-9.62	-1.907	9.431	-0.006	0.008	0.009
Si	-9.622	1.945	9.439	-0.012	0.001	0.004
Si	-9.623	5.795	9.428	-0.004	-0.003	-0.001
Si	-9.624	-5.749	9.443	-0.019	0	0.002
Si	-5.757	-1.889	9.487	0.005	-0.014	0.023
Si	-5.757	1.959	9.485	0.004	0.013	0.024
Si	-5.76	-9.577	9.482	-0.009	0.01	0.029
Si	-5.757	-5.737	9.471	-0.009	-0.008	0.018
Si	-1.906	-1.895	9.419	0.018	0.002	-0.002
Si	-1.904	1.958	9.416	0.019	0	0.01
Si	-1.906	-9.574	9.405	0.012	0.002	0.006
Si	-1.9	-5.731	9.412	0.012	-0.023	0.01
Si	1.91	0.036	10.883	0.017	-0.006	-0.009
Si	1.911	3.877	10.868	0.004	-0.001	-0.011
Si	1.92	-7.649	10.863	-0.004	0.013	-0.007
Si	1.92	-3.817	10.869	0.002	-0.009	-0.009
Si	5.723	0.025	10.818	-0.003	-0.007	-0.02
Si	5.715	3.875	10.807	0.003	-0.003	-0.026
Si	5.729	7.724	10.811	0.003	-0.019	-0.019
Si	5.727	-3.804	10.823	0.009	-0.003	-0.019
Si	9.587	0.024	10.9	-0.003	0.003	-0.007
Si	9.585	3.868	10.884	-0.001	-0.002	-0.015
Si	9.58	-7.656	10.883	0.008	-0.003	-0.002
Si	9.591	-3.823	10.882	0.001	-0.004	0
Si	13.473	0.005	10.857	-0.004	0.003	-0.023
Si	13.464	3.863	10.851	-0.003	0.006	-0.026
Si	13.464	7.711	10.85	0.001	0.003	-0.016
Si	13.474	-3.831	10.872	-0.004	0.019	-0.015
Si	17.298	0	10.962	0.019	-0.002	-0.008
Si	17.293	3.847	10.96	-0.005	0.006	-0.005
Si	17.301	7.7	10.954	-0.01	0.016	-0.006
Si	17.309	-3.854	10.957	-0.002	-0.004	-0.006
Si	21.123	-0.023	10.901	0.003	-0.002	-0.016
Si	21.113	3.833	10.897	0.007	0.015	-0.023
Si	21.129	7.664	10.901	0.003	-0.021	-0.016
Si	21.131	-3.86	10.908	0.01	-0.001	-0.012
Si	25.001	-0.03	10.939	-0.011	0.01	-0.014
Si	25	3.814	10.935	0.004	-0.006	-0.011
Si	24.996	7.66	10.933	0.012	0.001	-0.003
Si	25	-3.884	10.932	-0.004	-0.009	-0.002
Si	28.883	-0.054	10.881	-0.009	-0.001	-0.023
Si	28.878	3.808	10.879	-0.004	0.001	-0.022
Si	28.881	7.647	10.877	0.003	0	-0.018
Si	28.883	-3.888	10.897	-0.012	0.018	-0.02
Si	-28.842	-0.049	10.957	0.017	-0.007	-0.011
Si	-28.845	3.8	10.958	-0.003	0	-0.002
Si	-28.835	7.645	10.944	-0.004	0.01	-0.008
Si	-28.834	-3.897	10.952	-0.003	0.001	-0.01
Si	-25.005	-0.05	10.865	0.001	0.003	-0.026
Si	-25.017	3.803	10.871	-0.003	0.005	-0.025
Si	-25.006	7.637	10.867	0.002	-0.023	-0.016
Si	-25.007	-3.878	10.874	0.01	-0.002	-0.019
Si	-21.132	-0.039	10.901	-0.006	0.005	-0.016
Si	-21.136	3.808	10.906	0.001	-0.009	-0.009
Si	-21.138	7.659	10.899	0.007	-0.002	0.001
Si	-21.134	-3.88	10.898	-0.002	-0.005	-0.002
Si	-17.266	-0.032	10.828	-0.013	-0.004	-0.024
Si	-17.277	3.832	10.831	-0.004	-0.007	-0.023
Si	-17.278	7.675	10.821	-0.003	0.001	-0.016
Si	-17.265	-3.858	10.844	-0.016	0.016	-0.023
Si	-13.459	0.001	10.899	0.013	0	-0.015
Si	-13.46	3.853	10.904	-0.004	-0.003	-0.006
Si	-13.455	7.704	10.889	-0.009	0.009	-0.004
Si	-13.447	-3.846	10.898	-0.009	-0.003	-0.007
Si	-9.63	0.014	10.798	-0.002	-0.003	-0.022
Si	-9.633	3.872	10.794	0.011	0.003	-0.021
Si	-9.629	7.712	10.798	0.001	-0.024	-0.014
Si	-9.627	-3.815	10.811	0.008	-0.005	-0.015
Si	-5.758	0.035	10.84	-0.01	0.004	-0.009
Si	-5.763	3.881	10.83	0.008	-0.005	-0.005
Si	-5.765	-7.648	10.824	0.009	0.004	-0.003
Si	-5.766	-3.816	10.828	-0.001	-0.01	-0.006
Si	-1.893	0.029	10.782	-0.004	-0.002	-0.025
Si	-1.895	3.889	10.773	-0.007	0.003	-0.028
Si	-1.894	-7.654	10.772	-0.003	-0.001	-0.02
Si	-1.895	-3.808	10.794	-0.013	0.016	-0.022
Si	-0.023	0.036	12.228	-0.02	-0.011	0.026
Si	-0.02	3.889	12.212	-0.001	0.007	0.025
Si	-0.012	-7.647	12.198	0.016	0.006	0.015
Si	-0.003	-3.822	12.221	-0.002	-0.005	0.022
Si	3.836	0.038	12.24	-0.015	0.002	0.026
Si	3.83	3.874	12.235	0.006	-0.007	0.03
Si	3.84	-7.665	12.222	-0.019	0.013	0.019
Si	3.836	-3.781	12.24	-0.022	0.007	0.024
Si	7.621	0.02	12.204	0.018	-0.002	0.007
Si	7.62	3.862	12.181	0.026	0.009	0.002
Si	7.627	7.734	12.195	0.015	0.01	0.01
Si	7.639	-3.795	12.195	0.026	0.005	0.005
Si	11.553	0.003	12.202	-0.017	-0.005	0.002
Si	11.541	3.853	12.194	-0.036	0	0.002
Si	11.537	-7.672	12.185	-0.012	0.006	0.001
Si	11.537	-3.835	12.204	-0.025	-0.007	-0.002
Si	15.355	-0.004	12.29	-0.022	-0.015	0.019
Si	15.348	3.848	12.28	-0.002	0.003	0.023
Si	15.356	7.695	12.267	0.017	0.004	0.008
Si	15.375	-3.869	12.29	0.005	-0.008	0.019
Si	19.227	-0.016	12.318	-0.022	0.001	0.027
Si	19.22	3.83	12.318	-0.001	-0.012	0.029
Si	19.23	7.655	12.306	-0.015	0.014	0.016
Si	19.232	-3.842	12.322	-0.017	0	0.021
Si	23.043	-0.034	12.258	0.029	-0.003	0.005
Si	23.037	3.808	12.243	0.031	0.003	0.001
Si	23.046	7.658	12.258	0.017	0.008	0.007
Si	23.055	-3.865	12.264	0.024	0.006	0.007
Si	26.966	-0.052	12.238	-0.015	-0.005	0.003
Si	26.96	3.798	12.235	-0.028	0.002	0.005
Si	26.957	7.651	12.225	-0.014	0.008	-0.002
Si	26.951	-3.893	12.244	-0.028	0	-0.002
Si	30.769	-0.058	12.304	-0.024	-0.008	0.021
Si	30.766	3.801	12.298	0.001	0.008	0.023
Si	30.778	7.651	12.284	0.017	0.003	0.013
Si	30.788	-3.904	12.306	-0.002	-0.006	0.02
Si	-26.899	-0.05	12.285	-0.022	0.006	0.023
Si	-26.907	3.793	12.294	0.007	-0.007	0.029
Si	-26.899	7.631	12.28	-0.016	0.012	0.017
Si	-26.9	-3.858	12.296	-0.02	0.001	0.023
Si	-23.086	-0.045	12.224	0.032	-0.002	0.01
Si	-23.093	3.803	12.219	0.025	0.007	0.001
Si	-23.087	7.657	12.224	0.013	0.009	0.008
Si	-23.081	-3.853	12.225	0.02	0.003	0.01
Si	-19.165	-0.039	12.203	-0.016	-0.011	0.009
Si	-19.175	3.81	12.21	-0.028	0.008	0.009
Si	-19.176	7.681	12.199	-0.011	0.006	0.007
Si	-19.179	-3.856	12.21	-0.016	0.007	0.007
Si	-15.385	-0.014	12.258	-0.008	-0.001	0.022
Si	-15.391	3.845	12.25	0.007	0.015	0.024
Si	-15.386	7.703	12.23	0.023	0.006	0.01
Si	-15.366	-3.856	12.26	0.01	-0.009	0.024
Si	-11.515	0.009	12.226	-0.019	0.015	0.026
Si	-11.514	3.86	12.225	-0.005	-0.006	0.026
Si	-11.516	7.705	12.218	-0.022	0.013	0.018
Si	-11.514	-3.797	12.241	-0.021	-0.012	0.024
Si	-7.715	0.023	12.158	0.024	-0.009	0.012
Si	-7.719	3.873	12.148	0.02	0.006	0.007
Si	-7.712	7.747	12.151	0.02	-0.002	0.006
Si	-7.708	-3.801	12.169	0.022	0.01	0.011
Si	-3.797	0.031	12.149	-0.005	-0.005	0.008
Si	-3.806	3.883	12.134	-0.027	0.003	0.01
Si	-3.81	-7.649	12.124	-0.01	0.007	0.001
Si	-3.819	-3.809	12.145	-0.024	-0.004	-0.001
O	-3.626	3.842	-0.2	-0.039	0.591	-0.162
O	2.111	-0.071	-0.599	-0.113	0.231	0.54
O	-0.41	0.234	-0.14	-0.196	0.422	-0.389
O	1.729	3.21	-0.743	-0.039	-0.309	0.128
O	-0.105	-7.691	-0.203	-0.093	0.029	-0.076
O	1.911	-8.026	-1.888	-0.119	0.362	-0.057
O	1.901	-3.614	-0.245	-0.016	-0.254	0.306
O	4.238	3.256	0.042	0.246	-0.427	-0.232
O	3.835	-7.508	-0.074	-0.184	0.362	-0.255
O	7.598	0.27	0.066	0.05	0.535	-0.108
O	10.07	-0.357	-0.681	-0.038	-0.437	0.664
O	9.468	3.219	-0.855	-0.112	-0.454	0.503
O	-5.461	-7.734	-0.885	-0.077	0.298	-0.025
O	7.464	-3.914	-0.166	0.1	-0.355	-0.521
O	9.872	-3.529	-1.086	-0.028	0.014	-0.148
O	1.272	2.118	20.951	-0.052	0.212	0.134
O	-1.255	-5.589	20.021	-0.047	0.212	0.248
O	-0.317	-2.241	22.824	-0.102	0.232	0.263
O	1.822	-1.882	19.342	0.004	-0.083	0.183
O	5.539	-0.001	21.66	0.002	0.202	-0.697
O	4.158	-1.927	20.479	0.274	-0.48	0.253
O	5.166	-5.734	20.153	0.128	0.024	-0.018
O	7.771	-5.86	20.381	0.234	-0.262	0.481
O	8.171	-1.972	20.53	0.164	0.363	0.183
O	12.776	4.782	20.961	0.075	-0.668	0.129
O	11.431	-5.939	20.351	-0.389	-0.109	0.29
O	6.472	-3.73	21.285	-0.535	0.246	-0.195
O	-2.485	-1.178	21.623	-0.05	0.507	0.323
O	-2.994	-0.934	-1.754	0.376	0.135	-0.084
O	-3.906	1.466	-1.379	0.072	-0.062	-0.575
O	-2.588	5.302	-3.08	0.81	-0.224	0.21
O	-2.924	-8.034	-1.568	0.305	-0.21	0.067
O	-1.114	-6.755	-5.855	0.112	0.279	-0.319
O	-3.887	-5.659	-1.119	0.509	0.129	-0.347
O	-4.219	-3.217	-2.048	-0.183	0.263	-0.39
O	-1.745	-2.991	-2.834	0.13	0.115	0.378
O	11.995	-1.993	-4.144	-0.539	-0.088	-0.005
O	-0.577	2.875	-1.924	-0.643	0.09	-0.217
O	5.11	2.73	24.362	-0.177	0.174	0.171
O	-0.621	-8.202	-2.772	0.179	0.039	-0.614
O	0.29	5.314	-1.303	-0.303	0.204	-0.164
O	0.032	-4.522	-2.006	0.325	-0.521	-0.124
O	4.414	0.553	-1.78	0.022	0.274	0.099
O	-0.01	0.642	-6.299	-0.059	-0.438	-0.029
O	3.709	3.756	-2.44	0.045	0.438	0.122
O	3.082	5.468	-0.592	-0.219	0.09	0.578
O	4.548	-8.589	-2.37	0.032	-0.347	-0.364
O	3.925	-1.903	-0.963	0.475	-0.17	-0.09
O	3.565	-4.197	-2.077	-0.221	0.13	-0.234
O	6.178	0.274	-3.719	-0.188	-0.086	-0.366
O	8.378	0.786	-2.325	0.232	0.277	-0.012
O	7.256	3.863	-2.127	-0.281	-0.023	-0.046
O	3.341	-5.79	-4.195	-0.286	0.095	0.167
O	7.142	-7.883	-1.918	0.097	0.048	-0.337
O	9.277	5.575	-6.681	0.378	0.084	-0.069
O	8.021	-1.727	-1.562	-0.391	0.111	-0.685
O	7.824	-4.01	-2.756	0.191	-0.37	-0.085
O	6.077	-7.507	-4.3	-0.28	0.068	-0.14
O	-1.009	2.159	22.299	-0.73	0.178	-0.116
O	13.028	-8.021	20.781	-0.591	0.04	0.017
O	-0.631	-9.129	22.166	-0.291	0.086	0.537
O	1.611	-4.031	23.18	0.279	0.391	0.014
O	12.67	-6.138	22.595	0.52	0.034	0.126
O	-0.113	-0.072	21.371	0.33	0.094	-0.059
O	3.399	2.645	22.339	-0.55	0.191	0.454
O	5.282	-6.588	24.985	0.388	-0.662	0.198
O	1.964	-9.438	21.815	0.307	-0.293	0.32
O	2.95	0.183	21.491	-0.443	-0.349	0.018
O	4.057	-1.626	23.115	-0.141	-0.456	0.257
O	5.981	2.732	21.84	0.311	-0.183	0.243
O	7.08	-1.68	22.891	-0.205	-0.088	0.583
O	8.082	0.581	21.982	-0.346	0.37	-0.104
O	10.195	1.55	23.154	0.705	-0.131	0.087
O	10.344	3.587	21.015	0.046	-0.054	0.141
O	3.744	-0.775	-3.917	0.392	-0.455	0.244
O	10.773	5.709	22.402	-0.114	-0.153	-0.134
O	9.234	-9.509	24.534	-0.349	0.105	0.362
O	11.256	-3.115	22.143	0.325	-0.425	-0.119
O	10.411	-0.698	21.851	-0.136	-0.116	0.109
O	0.376	-2.689	25.318	-0.178	-0.156	0.205
O	11.694	-2.089	-6.838	-0.007	0.09	-0.098
O	0.921	-9.048	24.256	-0.001	-0.553	0.412
O	15.709	3.869	23.465	0.391	-0.266	0.34
O	5.224	-6.114	-2.28	0.298	0.276	0.485
O	5.244	-1.886	25.49	0.659	-0.03	-0.484
O	1.467	-6.79	-5.849	-0.046	-0.432	0.18
O	14.535	-4.772	24.326	-0.468	-0.116	-0.231
O	4.103	1.81	-4.111	-0.117	-0.077	-0.32
O	0.612	-2.86	-7.034	0.424	-0.166	0.053
O	4.753	4.826	22.884	-0.419	0.106	0.131
O	-1.877	2.512	-6.573	0.226	-0.095	-0.352
O	-1.74	5.097	-6.705	-0.097	0.606	0.015
O	5.417	-4.16	-3.97	-0.238	0.379	-0.329
O	6.8	4.969	25.171	-0.35	0.024	-0.122
O	8.69	1.468	25.256	-0.671	0.11	0
O	0.185	-8.6	-7.247	0.405	-0.048	-0.566
O	6.316	-5.936	22.587	0.606	-0.182	0.245
O	2.576	-0.209	-6.219	0.089	0.004	-0.383
O	13.217	3.367	24.301	-0.099	0.012	-0.156
O	12.468	-6.03	25.235	-0.355	0.139	0.599
O	10.561	-5.005	23.802	-0.451	-0.132	0.231
O	2.613	-1.649	25.291	-0.12	-0.13	-0.277
O	10.285	-2.479	24.572	-0.169	0.274	-0.006
O	2.693	-4.577	-6.461	-0.41	0.133	0.047
O	3.98	-6.839	-6.577	-0.048	-0.612	-0.04
O	14.022	-2.344	-5.832	0.227	0.262	-0.129
O	4.028	-2.446	-5.861	0.449	-0.142	-0.098
O	3.751	-5.649	23.058	0.149	0.595	-0.253
O	10.369	-9.45	-4.312	-0.096	0.215	0.399
O	8.757	-3.584	22.63	-0.355	-0.403	0.415
O	6.507	0.53	24.106	0.291	-0.228	0.334
O	-1.289	1.593	-4.171	-0.562	-0.154	0.191
O	15.21	1.669	24.733	0.238	-0.374	-0.281
O	8.56	5.665	-0.711	0.31	0.071	-0.098
O	14.72	-7.333	25.006	-0.506	-0.559	-0.091
O	6.585	-6.832	-6.82	0.253	-0.329	-0.258
O	7.557	-5.335	-4.931	0.581	0.059	-0.239
O	-2.816	-7.804	-4.201	-0.656	-0.347	-0.248
O	1.593	-2.06	-4.744	-0.017	0.178	0.413
O	10.335	-0.349	26.273	0.456	0.068	0.277
O	15.569	-3.956	-4.454	0.131	-0.713	-0.017
O	7.964	5.011	-4.447	-0.272	0.193	-0.204
O	1.27	-7.185	26.038	-0.237	0.323	0.103
O	16.642	-6.693	23.375	-0.306	-0.271	-0.138
O	9.212	-2.262	-6.365	-0.12	0.058	0.255
O	8.418	3.543	23.643	-0.292	-0.094	-0.376
O	8.523	-0.27	-4.682	0.38	-0.049	0.083
O	12.818	-0.025	-5.655	-0.448	0.169	-0.319
O	-3.514	3.909	-5.034	-0.493	-0.189	-0.044
O	10.865	-7.581	23.909	-0.361	0.176	0.038
O	4.052	0.392	24.848	-0.639	0.281	-0.059
O	5.643	3.954	-4.202	-0.25	0.095	-0.305
O	3.1	4.113	-4.929	0.406	0.652	-0.411
O	7.752	2.351	-4.274	0.38	0.025	-0.48
O	0.501	0.538	-2.587	0.226	-0.259	-0.502
O	15.684	-3.932	-1.86	-0.466	-0.804	-0.315
O	-4.602	3.657	-2.647	-0.08	-0.133	-0.114
O	17.015	-4.121	23.862	0.165	0.484	0.348
O	10.632	3.224	25.023	-0.177	-0.034	0.135
O	1.979	2.337	-6.44	0.125	0.019	-0.277
O	7.195	-0.609	-6.792	0.015	0.457	0.107
O	11.833	4.044	-0.078	0.333	0.555	-0.295
O	17.789	0.331	-0.613	0.029	0.336	0.009
O	15.271	0.579	0.175	-0.211	0.486	-0.122
O	17.147	3.317	-0.538	-0.029	-0.346	0.024
O	15.177	-7.643	0.06	0.18	0.229	-0.171
O	17.114	-7.871	-1.617	0.056	0.271	-0.135
O	17.485	-3.804	0.021	-0.157	-0.322	-0.131
O	19.298	-7.502	-0.1	-0.288	0.225	-0.201
O	22.894	0.044	0.188	0.169	0.062	-0.249
O	25.322	-0.793	-0.411	-0.019	-0.378	0.569
O	24.759	2.775	-0.423	-0.096	-0.454	0.269
O	22.718	-7.887	-0.145	-0.347	0.118	-0.362
O	9.562	-7.353	-0.792	-0.062	0.407	-0.128
O	24.646	-4.416	-0.67	-0.013	-0.511	0.093
O	16.645	1.982	21.117	0.035	0.598	-0.226
O	14.066	-5.674	20.293	0.002	0.227	0.436
O	14.757	-2.349	20.181	-0.303	-0.531	0.02
O	17.221	-1.987	19.298	0.104	-0.371	0.356
O	17.509	-5.13	21.512	-0.224	0.453	0.157
O	20.885	-0.315	21.843	0.045	0.306	-0.312
O	19.604	-2.072	20.369	0.216	-0.374	0.107
O	20.463	-5.895	20.159	0.166	-0.206	-0.07
O	23.078	-6.02	20.399	0.255	-0.467	0.513
O	23.422	-2.103	20.441	-0.23	0.319	0.192
O	28.199	4.816	21.097	0.273	-0.548	-0.042
O	26.936	-5.969	20.455	-0.355	0.228	0.309
O	21.767	-3.912	21.293	-0.434	0.306	-0.174
O	12.972	-1.246	21.696	-0.174	0.45	0.45
O	12.433	-0.663	-1.83	0.312	0.157	-0.267
O	11.564	1.749	-1.36	0.279	-0.038	-0.444
O	12.877	-9.42	-3.664	0.501	-0.152	-0.102
O	12.008	-8.019	-1.72	-0.083	-0.351	0.042
O	14.251	-7.519	-5.895	0.008	-0.436	0.341
O	11.485	-5.604	-1.009	0.262	-0.027	-0.328
O	12.356	-3.291	-1.856	0.053	0.03	-0.382
O	14.341	-2.02	-3.029	0.201	0.534	-0.081
O	27.469	-2.251	-6.977	0.513	0.121	-0.374
O	14.8	2.922	-1.686	-0.422	-0.065	0.02
O	20.61	2.375	24.469	-0.041	0.259	0.391
O	14.621	-7.925	-2.447	0.282	0.51	-0.201
O	15.571	5.392	-1.154	0.081	0.015	-0.084
O	16.27	2.785	-3.825	0.057	0.122	0.1
O	20.285	0.3	-1.517	0.468	0.038	0.404
O	15.388	0.485	-5.895	0.013	-0.255	0.116
O	19.443	3.424	-1.876	0.503	-0.025	0.083
O	18.474	5.516	-0.64	0.118	0.225	0.135
O	19.406	-8.478	-2.65	0.175	-0.471	-0.222
O	19.163	-1.885	-0.689	0.194	-0.057	-0.117
O	19.525	-4.217	-1.663	-0.575	0.02	-0.514
O	23.974	-0.481	-4.714	0.437	-0.073	0
O	23.764	0.2	-2.233	0.646	0.104	-0.126
O	22.726	3.588	-1.885	-0.647	-0.271	0.124
O	18.849	-6.646	-4.547	-0.131	0.085	-0.086
O	23.611	-8.55	-2.571	-0.316	0.275	-0.153
O	23.704	-8.16	-5.13	0.591	0.255	-0.296
O	23.238	-2.2	-1.157	-0.239	0.024	-0.303
O	22.14	-4.585	-1.348	0.003	-0.449	-0.018
O	21.173	-7.938	-4.552	-0.102	-0.496	-0.011
O	14.251	2.042	22.307	-0.36	0.285	-0.092
O	28.538	-8.032	20.67	-0.12	-0.037	-0.116
O	14.723	-9.378	22.259	-0.109	0.259	0.411
O	28.771	-6.111	22.422	-0.153	0.215	0.03
O	15.333	-0.223	21.582	0.283	-0.135	0.113
O	15.038	-2.644	22.759	-0.28	0.174	0.005
O	18.811	2.347	22.487	-0.486	0.3	0.296
O	20.938	-6.959	25.046	0.388	-0.435	0.094
O	20.096	4.534	23.065	-0.595	0.164	-0.076
O	17.369	-7.687	20.738	-0.085	-0.059	0.144
O	18.333	-0.016	21.42	-0.462	-0.378	0.343
O	19.154	-2.03	22.953	-0.465	-0.552	-0.124
O	21.376	2.508	21.928	0.133	-0.352	0.139
O	22.609	-1.975	22.906	0.021	-0.163	0.597
O	23.417	0.296	21.806	-0.24	0.31	-0.041
O	25.184	0.999	23.527	0.523	-0.403	-0.02
O	25.826	3.543	21.269	-0.619	-0.044	0.305
O	19.351	-1.105	-3.538	0.176	-0.404	0.088
O	27.256	5.32	25.003	0.253	0.495	0.231
O	24.641	5.543	24.747	-0.078	-0.015	0.334
O	26.752	-3.321	21.947	0.358	-0.179	-0.353
O	25.814	-0.878	21.864	-0.152	-0.05	0.176
O	10.541	-4.457	-7.109	-0.183	-0.126	0.258
O	30.93	1.685	24.558	0.445	-0.397	-0.414
O	16.468	-9.176	24.195	0.267	-0.286	0.284
O	31.259	3.951	23.441	0.422	-0.247	0.024
O	20.69	-6.286	-2.647	0.174	-0.38	0.52
O	20.168	-2.338	25.357	0.244	-0.111	-0.119
O	16.741	-6.737	-6.192	-0.196	0.07	0.411
O	30.112	-4.643	24.12	0.111	0.105	0.265
O	11.723	-6.615	-6.161	-0.428	-0.253	0.261
O	19.401	1.514	-3.664	-0.594	-0.012	0.03
O	15.818	-3.678	-7.063	0.367	0.193	-0.036
O	20.248	-8.306	22.907	-0.199	-0.047	0.108
O	13.63	2.34	-6.359	0.383	-0.165	-0.165
O	14.065	4.893	-6.572	-0.135	0.433	0.196
O	21.21	-3.959	-3.709	-0.309	0.347	-0.013
O	22.354	4.565	25.701	-0.367	-0.105	-0.075
O	24.297	1.63	25.91	-0.224	0.172	0.085
O	21.146	-4.634	26.182	0.431	-0.095	0.015
O	17.672	-0.674	-5.502	0.047	-0.387	-0.194
O	28.853	3.347	24.4	0.045	0.185	0.07
O	27.99	-5.957	24.9	-0.097	0.126	0.547
O	25.997	-5.542	23.205	0.02	-0.245	-0.369
O	17.613	-1.488	25.042	-0.03	0.127	-0.304
O	21.83	-7.512	-6.986	0.119	-0.126	-0.407
O	18.652	-5.092	-6.727	-0.495	-0.091	-0.358
O	19.127	-7.65	-6.929	-0.168	-0.272	0.019
O	29.601	-2.083	-5.513	0.134	0.01	0.049
O	18.672	-3.061	-5.119	-0.013	-0.114	0.155
O	23.745	3.244	23.914	-0.283	-0.322	-0.485
O	25.681	5.791	-3.881	0.375	0.263	-0.293
O	24.22	-3.921	22.21	0.17	-0.483	-0.346
O	22.141	0.264	24.144	0.569	-0.011	0.32
O	13.998	1.527	-3.869	-0.448	-0.081	0.23
O	7.186	-2.598	-4.92	-0.1	-0.007	-0.147
O	24.195	5.315	-0.521	0.516	0.063	0.105
O	30.134	-7.291	24.388	-0.302	-0.443	0.118
O	19.116	-5.869	23.499	0.121	0.615	0.256
O	12.866	-6.697	-3.859	-0.126	0.421	0.208
O	16.961	-2.081	-3.356	0.036	0.453	0.299
O	20.927	-3.915	-6.296	0.3	-0.038	-0.471
O	-20.599	-5.28	25.865	-0.377	-0.199	0.155
O	28.682	-5.486	-3.573	-0.063	-0.069	0.52
O	-20.005	3.097	25.093	-0.007	-0.084	-0.087
O	23.358	4.737	-4.206	0.167	-0.103	-0.41
O	17.192	-7.274	25.847	0.226	0.408	-0.216
O	32.511	-6.529	23.771	0.089	-0.164	-0.036
O	15.332	-2.566	25.341	-0.64	-0.1	0.585
O	24.964	-1.966	-6.607	0.343	0.146	-0.077
O	11.253	4.08	-2.63	0.112	-0.097	-0.146
O	21.631	0.112	-3.781	-0.067	-0.356	-0.397
O	28.174	0.041	-5.765	-0.479	0.048	-0.545
O	12.004	4.004	-5.123	0.168	-0.358	-0.034
O	-14.826	0.603	-2.494	0.189	0.011	-0.643
O	26.119	-7.773	24.518	-0.166	-0.137	0.235
O	19.532	0.05	24.451	-0.181	0.439	-0.428
O	21.112	3.49	-3.918	0.233	0.248	-0.403
O	18.561	3.869	-4.378	0.152	0.677	-0.163
O	23.363	2.085	-3.997	0.435	0.062	-0.415
O	-4.511	-9.523	22.514	-0.059	0.459	-0.073
O	31.211	-2.06	-1.278	0.185	-0.016	-0.664
O	-7.612	-3.135	-5.408	0.612	-0.259	0.14
O	-10.228	-5.911	20.192	-0.003	-0.179	0.064
O	-25.844	-8.122	23.43	-0.138	-0.282	-0.132
O	26.245	2.977	24.693	-0.005	-0.31	0.053
O	17.588	1.948	-5.933	0.469	0.051	-0.416
O	22.544	-0.938	-6.801	-0.523	-0.03	0.203
O	27.192	3.719	-0.111	0.119	0.166	-0.268
O	26.99	-3.469	0.148	0.088	0.256	-0.049
O	-28.697	-0.164	-0.37	-0.084	0.337	0.235
O	30.314	0.056	0.001	-0.344	0.467	-0.342
O	32.574	3.162	-0.446	0.257	-0.38	-0.108
O	30.486	-7.81	-0.054	-0.061	0.393	-0.317
O	32.516	-7.998	-1.666	-0.152	0.372	-0.656
O	-28.783	-3.941	-0.347	0.035	-0.351	-0.031
O	-26.896	-7.55	-0.088	-0.032	0.645	-0.309
O	-20.976	-0.641	-0.491	0.194	-0.048	0.556
O	-21.464	2.722	-0.618	-0.052	-0.519	0.099
O	-23.399	-7.908	-0.166	-0.19	0.231	-0.691
O	25.237	-7.689	-0.665	0.183	0.345	0.384
O	-21.483	-4.28	-0.772	-0.015	-0.231	0.417
O	32.098	2.093	21.098	0.179	0.536	-0.29
O	29.474	-5.663	19.946	-0.061	0.612	0.174
O	30.295	-2.39	20.329	-0.043	-0.226	0.053
O	-28.854	-1.987	19.36	0.033	-0.059	0.332
O	-28.693	-5.189	21.569	0.011	0.549	-0.086
O	-25.221	-0.107	21.89	0.071	0.464	-0.161
O	-26.522	-1.971	20.53	0.105	-0.216	0.136
O	-25.63	-6.005	20.234	-0.126	0.1	0.136
O	-23.008	-6.004	20.39	0.27	-0.245	0.424
O	-22.721	-2.101	20.475	-0.084	0.231	0.25
O	-18.128	4.942	21.87	0.258	-0.459	0.243
O	-20.035	-9.418	20.463	0.065	0.56	0.224
O	-19.218	-5.814	20.469	-0.228	0.069	0.486
O	-24.417	-3.939	21.265	-0.845	0.175	-0.136
O	28.4	-1.315	21.727	0.059	0.203	0.245
O	27.542	-1.077	-1.791	0.671	0.019	0.079
O	26.774	1.332	-1.24	0.378	0.137	-0.236
O	28.153	5.183	-3.012	0.224	-0.301	0.281
O	27.682	-8.156	-1.559	0.066	-0.523	-0.103
O	29.658	-6.553	-5.737	0.12	0.315	-0.079
O	26.882	-5.734	-1.09	0.555	-0.066	-0.567
O	26.389	-3.417	-2.369	-0.263	-0.158	-0.405
O	28.965	-3.003	-2.802	0.345	0.213	0.21
O	-18.844	-1.743	-4.379	-0.238	0.104	-0.08
O	30.218	2.71	-1.572	-0.303	0.04	-0.041
O	-25.425	2.538	24.408	0.108	0.348	0.502
O	30.074	-8.326	-2.619	0.369	0.53	-0.355
O	31.051	5.206	-1.144	0.173	-0.033	-0.078
O	4.938	-8.059	22.779	-0.202	0.063	-0.311
O	-26.348	0.467	-1.481	0.245	0.597	-0.13
O	30.784	0.557	-5.762	0.064	-0.263	0.004
O	-26.799	3.508	-1.925	0.33	-0.038	-0.053
O	-27.748	5.46	-0.52	-0.001	0.232	0.202
O	-26.65	-8.636	-2.557	0.17	-0.445	-0.232
O	-26.923	-2.027	-0.817	0.337	0.141	-0.643
O	-26.605	-4.427	-1.691	-0.208	-0.096	-0.358
O	-22.414	-0.612	-4.22	0.671	-0.227	0.39
O	-22.997	0.377	-1.838	0.004	0.42	-0.051
O	-23.596	3.649	-1.897	-0.234	0.019	0.097
O	-27.243	-6.762	-4.337	-0.439	0.246	0.26
O	-22.67	-8.662	-2.619	-0.24	0.132	-0.115
O	21.582	-6.151	22.576	0.376	-0.078	0.189
O	-23.055	-2.119	-1.016	-0.103	-0.136	-0.572
O	-23.939	-4.521	-1.534	0.079	-0.431	-0.179
O	-24.949	-8.025	-4.578	0.079	-0.31	0.025
O	29.723	2.174	22.259	-0.428	0.06	0.059
O	-17.849	-7.88	21.243	-0.446	-0.082	0.126
O	30.267	-9.351	22.165	-0.151	0.325	0.452
O	32.597	-3.897	23.811	0.351	0.305	0.018
O	-17.354	-5.691	22.494	0.352	0.331	-0.17
O	30.722	-0.115	21.525	0.104	-0.126	0.357
O	30.58	-2.318	22.976	0.127	0.139	0.052
O	-27.245	2.519	22.439	-0.344	0.195	0.382
O	-28.811	5.22	21.66	0.271	-0.451	0.11
O	-28.756	-7.733	20.737	0.014	-0.076	0.184
O	-27.787	0.125	21.479	-0.401	-0.249	-0.068
O	-26.913	-1.729	23.151	-0.095	-0.377	-0.238
O	-24.68	2.709	21.879	0.362	-0.208	0.36
O	-23.545	5.69	23.33	0.233	0.493	-0.462
O	-24.819	-9.105	21.233	-0.08	0.624	0.166
O	-23.685	-1.942	22.895	-0.256	-0.185	0.667
O	-22.605	0.277	21.982	-0.196	0.137	-0.212
O	-20.719	1.358	23.375	0.711	-0.031	0.378
O	-20.396	3.558	21.344	-0.265	-0.026	0.419
O	-27.428	-0.844	-3.413	-0.07	-0.175	0.219
O	-19.09	5.474	25.473	0.414	0.453	0.301
O	-21.722	5.636	25.241	-0.063	0.225	0.644
O	-19.57	-3.304	21.906	-0.074	-0.27	0.108
O	-20.091	-0.73	21.904	0.328	0.041	0.513
O	25.909	-4.398	-7.224	-0.367	-0.068	0.101
O	-18.796	-2.054	-7.005	0.389	0.159	-0.363
O	32.081	-9.076	24.015	0.492	-0.204	0.334
O	-15.087	4.07	23.584	0.562	-0.324	0.257
O	-25.281	-6.474	-2.547	0.386	-0.441	0.664
O	-25.718	-2.093	25.458	0.78	0.005	-0.255
O	32.24	-6.676	-5.98	-0.219	0.386	0.414
O	-16.077	-4.527	24.419	-0.024	0.322	0.522
O	-26.865	1.69	-3.776	-0.433	-0.124	-0.345
O	31.505	-3.158	-6.94	0.396	-0.1	0.169
O	-25.978	4.71	23.057	-0.45	0.279	-0.148
O	29.003	2.436	-6.23	0.35	-0.015	-0.494
O	29.013	4.936	-6.667	-0.287	0.443	-0.023
O	-25.13	-4.206	-3.848	-0.164	0.427	-0.053
O	-24.162	4.778	25.61	-0.363	-0.211	0.028
O	-21.84	1.31	25.69	-0.501	-0.254	-0.085
O	30.814	-8.621	-6.867	0.162	0.024	-0.184
O	-24.387	-6.162	22.645	0.278	0.045	0.359
O	-28.172	-0.15	-5.808	0.547	0.027	0.104
O	-23.633	-0.845	-6.466	-0.19	0.247	0.177
O	-17.449	3.622	24.668	0.007	0.142	0.025
O	-23.091	-3.09	-5.024	0.096	-0.364	0.03
O	-18.258	-5.937	24.945	0.094	-0.033	0.58
O	-20.24	-5.5	23.272	-0.065	-0.323	-0.426
O	-28.319	-1.473	25.404	0.053	0.002	-0.143
O	-20.504	-3.133	24.365	0.001	0.608	-0.003
O	-27.553	-4.834	-6.124	-0.292	0.073	-0.154
O	-26.917	-7.294	-6.882	-0.124	-0.299	-0.24
O	-16.533	-1.845	-5.764	0.035	0.011	-0.19
O	-26.886	-2.418	-5.366	0.409	0.152	0.181
O	-6.987	3.396	23.852	-0.232	-0.134	-0.173
O	-20.519	5.78	-3.868	-0.005	0.336	-0.013
O	-22.064	-3.899	22.335	-0.272	-0.433	0.131
O	-24.026	0.307	24.232	0.551	0.074	0.365
O	29.311	1.461	-3.79	-0.499	-0.055	0.199
O	-15.542	1.823	24.782	0.166	-0.459	0.082
O	-21.972	5.263	-0.567	0.64	0.047	0.277
O	-16.055	-7.148	24.425	-0.574	-0.543	0.277
O	-4.384	3.124	24.33	-0.068	-0.283	-0.238
O	31.256	0.397	-2.4	0.171	-0.317	-0.577
O	28.03	-7.923	-4.189	-0.243	-0.56	-0.497
O	32.122	-2.08	-4.615	-0.105	-0.114	0.502
O	-25.079	-4.034	-6.44	0.094	-0.208	-0.465
O	-8.206	-1.072	-7.057	-0.556	-0.172	0.04
O	-15.605	-4.082	-4.956	0.316	-0.314	-0.241
O	-22.441	-8.27	-5.176	0.263	0.139	-0.403
O	-22.792	4.609	-4.245	0.1	-0.208	-0.458
O	32.095	-7.586	26.126	-0.629	-0.165	0.199
O	-13.623	-6.519	23.81	0.182	-0.122	-0.26
O	31.006	-2.669	25.577	-0.221	0.021	0.14
O	-21.223	-1.857	-6.258	0.446	0.473	0.227
O	-22.425	3.354	24.118	-0.154	-0.148	-0.244
O	-24.89	-0.035	-3.629	-0.014	-0.358	-0.402
O	-17.972	0.242	-5.886	-0.546	0.187	-0.126
O	27.155	3.861	-4.971	-0.153	-0.55	0.089
O	27.092	-6.091	-5.726	-0.386	0.046	0.294
O	-20.231	-7.681	24.724	0.224	-0.052	-0.069
O	-26.583	0.293	24.811	-0.15	0.377	-0.099
O	-25.201	3.711	-3.977	-0.047	0.223	-0.511
O	-27.807	4.05	-4.374	-0.019	0.581	-0.161
O	-2.163	-6.138	22.424	0.002	-0.1	0.049
O	31.633	2.684	-3.743	-0.035	-0.251	0.293
O	-15.057	-4.417	-2.423	0.185	-0.308	-0.126
O	26.148	3.549	-2.54	-0.464	0.007	-0.181
O	-11.381	-5.486	23.255	0.085	0.3	-0.16
O	-9.845	-6.616	25.052	0.31	-0.292	0.13
O	32.679	2.359	-6.133	0.23	0.083	-0.776
O	-9.022	-7.559	-7.047	0.393	0.152	-0.435
O	-19.058	3.695	-0.145	0.232	0.274	-0.347
O	-19.115	-3.502	0.08	0.302	0.412	-0.136
O	-13.204	0.07	-0.503	-0.094	0.201	0.429
O	-15.764	-0.028	-0.114	-0.397	0.311	-0.108
O	-13.609	3.34	-0.569	0.266	-0.379	0.241
O	-13.892	-7.735	-1.299	0.091	0.175	-0.275
O	-15.765	-3.7	-0.044	-0.263	-0.089	-0.237
O	-13.216	-3.886	-0.621	-0.066	-0.355	-0.253
O	-11.516	-7.403	-0.136	0.07	0.237	-0.143
O	-7.82	0.081	0.101	-0.04	0.483	-0.241
O	-5.402	-0.656	-0.709	-0.019	-0.303	0.088
O	-6.014	2.787	-0.581	0.127	-0.501	0.434
O	-7.979	-7.838	-0.246	-0.286	0.23	-0.429
O	-20.901	-7.781	-0.86	-0.123	0.024	0.293
O	-5.934	-4.175	-0.331	-0.017	-0.247	0.244
O	-14.364	2.196	21.707	-0.107	0.367	0.432
O	-16.639	5.658	19.856	-0.453	-0.242	-0.175
O	-16.689	-5.819	19.967	0.136	0.092	-0.167
O	-15.204	-2.198	20.501	0.146	-0.465	0.154
O	-12.417	2.335	20.075	-0.219	0.395	-0.265
O	-13.418	-5.129	21.604	-0.085	0.476	0.044
O	-10.033	-0.103	21.772	0.027	0.42	-0.498
O	-11.631	-1.91	20.583	0.199	-0.623	0.379
O	-3.002	-5.655	24.842	0.153	0.076	0.402
O	-7.608	-5.848	20.312	0.373	-0.502	0.625
O	-7.443	-1.93	20.309	-0.148	0.244	0.192
O	-2.566	4.887	21.001	0.375	-0.663	-0.166
O	-3.845	-5.828	20.355	-0.317	0.092	0.421
O	-9.059	-3.77	21.139	-0.68	0.252	0.213
O	-17.621	-1.706	21.454	-0.026	-0.138	-0.045
O	-18.649	-1.114	-1.78	0.372	0.103	-0.116
O	-19.369	1.321	-1.312	0.011	0.248	-0.331
O	-18.241	5.455	-2.532	0.129	0.015	0.543
O	-16.518	-7.04	-5.69	-0.013	-0.333	0.03
O	-19.32	-5.74	-1.207	0.395	-0.138	-0.281
O	-19.661	-3.428	-2.484	-0.385	-0.313	-0.508
O	-17.097	-2.965	-2.94	0.41	0.296	0.046
O	-3.515	-1.772	-4.248	-0.397	0.03	-0.237
O	-15.93	2.904	-1.753	-0.751	0.027	-0.286
O	-9.974	2.747	24.359	-0.039	0.319	0.358
O	-16.454	-7.952	-1.997	0.072	0.404	-0.155
O	-15.224	5.389	-1.055	-0.243	0	-0.098
O	23.112	-3.021	-5.187	0.428	-0.188	0.013
O	-10.815	0.527	-1.614	0.486	0.454	0.123
O	-15.334	0.75	-6.086	-0.133	-0.295	0.167
O	-11.409	3.614	-2.022	0.174	0.075	-0.115
O	-12.375	5.626	-0.703	0.018	0.113	0.147
O	-11.662	-8.204	-2.701	0.178	-0.539	-0.296
O	-11.473	-1.874	-0.845	0.259	-0.062	-0.328
O	-10.832	-4.217	-1.64	-0.066	-0.095	-0.503
O	-7.074	-0.539	-4.842	0.229	0.178	-0.012
O	-7.225	0.192	-2.385	0.366	0.191	-0.109
O	-8.108	3.543	-1.987	-0.208	-0.055	0.236
O	-11.72	-6.327	-4.565	-0.236	0.346	0.136
O	-7.177	-8.588	-2.698	-0.105	-0.01	-0.202
O	-14.619	-1.89	-1.607	0.249	-0.045	-0.287
O	-7.475	-2.18	-1.207	-0.481	0.138	-0.386
O	-8.199	-4.671	-1.565	-0.101	-0.412	-0.422
O	-9.681	-7.992	-4.585	-0.048	-0.513	0.161
O	-16.779	2.318	22.485	-0.385	-0.113	-0.021
O	-2.334	-7.947	20.556	-0.289	-0.021	-0.55
O	-15.865	-9.158	22.308	0.127	0.59	-0.024
O	-15.568	-2.303	23.081	-0.013	0.151	0.118
O	-24.257	-7.479	-7.011	0.358	0.436	-0.235
O	-15.747	0.01	21.793	0.332	-0.022	0.413
O	16.066	-1.676	-0.712	-0.205	0.106	-0.087
O	-11.981	2.601	22.677	-0.159	-0.115	0.187
O	-13.482	5.317	21.825	0.364	-0.274	0.226
O	-13.355	-7.672	20.792	0.177	-0.042	0.329
O	-12.628	0.236	21.664	-0.328	-0.197	-0.166
O	-11.601	-1.625	23.237	-0.167	-0.296	-0.163
O	-9.48	2.665	21.785	0.344	-0.285	0.235
O	-10.317	-8.042	22.872	-0.574	0.057	-0.284
O	-8.313	-1.778	22.767	-0.292	-0.109	0.478
O	-7.458	0.462	21.665	-0.423	0.236	-0.716
O	-5.597	1.147	23.306	0.012	-0.093	0.481
O	-4.96	3.633	21.17	-0.663	-0.097	0.369
O	-12.021	-0.732	-3.546	-0.628	-0.266	0.373
O	-0.64	-2.313	20.188	-0.322	-0.444	0.014
O	-6.083	5.673	24.661	-0.041	0.26	0.278
O	-4.097	-3.215	21.876	0.173	-0.288	0.155
O	-5.097	-0.803	21.706	-0.155	-0.096	0.366
O	-20.292	-4.264	-7.017	-0.226	-0.161	0.228
O	-3.191	-2.32	-6.828	0.395	-0.033	-0.184
O	-14.15	-9.006	24.244	0.372	-0.154	0.368
O	0.576	4.078	23.053	0.54	-0.283	-0.202
O	-9.852	-6.362	-2.637	0.46	-0.33	0.365
O	-10.417	-1.913	25.579	0.547	0.089	-0.375
O	-13.962	-6.612	-5.949	-0.051	-0.096	0.291
O	-0.807	-4.546	23.995	-0.224	0.097	0.026
O	-17.271	-5.486	-3.654	-0.374	-0.224	0.672
O	-11.376	1.777	-3.873	-0.208	-0.146	-0.481
O	-14.495	-2.895	-7.084	0.615	-0.034	-0.055
O	-10.6	4.814	22.886	-0.642	0.111	0.132
O	-17.138	2.638	-6.355	0.381	-0.247	-0.188
O	-17.023	5.135	-6.817	0.039	0.167	0.08
O	-9.421	-4.043	-3.814	-0.27	0.533	-0.066
O	-8.529	4.996	25.379	-0.321	0.277	-0.273
O	-6.209	1.726	25.716	-0.019	0.242	0.151
O	-15.061	-8.595	-7.252	0.051	-0.036	-0.493
O	-18.949	-6.024	-5.687	-0.041	-0.168	0.213
O	-12.814	-0.196	-5.984	0.612	0.171	0.048
O	-1.73	3.612	24.303	0.089	0.235	0.116
O	13.69	-4.969	-5.87	0.014	0.135	-0.23
O	25.65	-5.439	25.805	-0.27	-0.514	0.738
O	-4.974	-5.426	23.099	-0.08	-0.293	-0.194
O	-12.963	-1.14	25.456	-0.124	0.201	-0.063
O	-5.19	-3.109	24.29	0.152	0.647	-0.143
O	-12.268	-4.774	-6.647	-0.188	0.094	-0.271
O	-11.677	-7.351	-6.983	-0.326	-0.207	-0.179
O	-1.067	-1.846	-5.317	0.043	0.381	0.15
O	-11.672	-2.55	-5.329	0.451	-0.351	0.515
O	-8.098	5.704	22.962	0.293	0.047	-0.269
O	-5.059	-9.541	-4.028	-0.093	0.444	0.101
O	-6.652	-3.694	22.13	-0.055	-0.258	-0.189
O	-8.639	0.489	24.034	0.628	-0.052	0.554
O	-16.728	1.58	-3.975	-0.622	-0.072	0.196
O	0.401	2.005	24.558	0.168	-0.389	-0.229
O	-6.605	5.308	-0.649	0.46	0.141	0.189
O	-0.901	-7.129	24.56	-0.333	-0.401	0.113
O	-3.478	5.427	24.964	0.468	0.407	0.397
O	0.377	-1.909	-1.453	-0.29	-0.016	-0.42
O	-18.277	-7.808	-3.919	-0.239	-0.286	-0.291
O	-14.137	-1.963	-4.636	-0.118	0.145	0.399
O	-9.797	-4.08	-6.425	-0.021	0.05	-0.463
O	11.824	5.509	24.865	0.43	0.462	0.351
O	0.003	-4.067	-4.638	0.426	-0.478	-0.239
O	-7.3	4.622	-4.273	-0.017	-0.28	-0.591
O	-14.113	-7.294	26.258	-0.204	0.018	0.253
O	1.375	-6.627	23.456	-0.187	-0.127	-0.127
O	-5.726	-1.981	-6.624	0.154	0.247	0.147
O	16.556	4.347	-5.991	0.087	0.505	0.294
O	-9.451	-0.027	-3.821	0.203	-0.155	-0.288
O	-18.616	4.234	-4.845	0.305	-0.254	-0.076
O	-14.451	2.843	-3.901	-0.181	-0.06	-0.08
O	-4.625	-7.652	24.421	0.017	0.042	0.176
O	-11.126	0.472	24.782	-0.486	0.347	0.138
O	-9.735	3.812	-4.024	-0.033	0.348	-0.277
O	-12.312	4.146	-4.508	0.155	0.639	-0.078
O	-7.783	2.006	-4.151	0.279	0.079	-0.468
O	-14.575	4.62	-5.884	-0.128	0.254	0.289
O	26.203	5.781	22.582	-0.257	0.632	-0.094
O	-19.939	3.5	-2.648	-0.283	-0.333	-0.286
O	-13.277	2.387	-6.222	0.358	0.149	-0.412
O	-1.995	-5.408	-3.77	-0.381	-0.078	0.476
O	-15.078	-2.524	25.67	-0.47	-0.234	0.213
O	-7.147	-8.292	-5.26	0.189	0.137	-0.287
O	17.216	5.288	21.784	0.376	-0.388	0.23
O	31.44	4.576	-5.628	-0.144	0.395	0.384
O	25.654	-3.233	24.363	-0.018	0.585	0.015
O	-13.566	-3.893	23.902	0.2	0.228	-0.045
O	22.496	5.564	23.283	0.361	0.148	-0.044
O	30.703	-4.18	-4.507	0.397	-0.389	-0.125
O	-8.93	-5.941	22.571	0.328	-0.316	0.22
O	-5.388	-5.322	25.688	-0.393	-0.309	0.41
O	7.243	-9.548	22.825	0.301	0.37	0.122
O	27.199	-1.913	-4.348	-0.556	0.096	-0.096
O	30.677	-4.613	-1.864	0.035	-0.357	-0.085
O	-23.49	-5.784	-5.171	0.35	0.073	0.268
O	-23.175	1.976	-3.895	0.13	0.006	-0.577
O	-25.197	-6.464	25.273	0.52	-0.315	0.098
O	-3.637	-6.041	-5.903	-0.482	-0.052	0.419
O	-20.323	5.601	23.08	-0.386	0.047	0.019
O	0.712	4.564	-5.978	-0.415	0.157	0.414
O	22.573	-5.701	-5.201	0.095	0.065	-0.282
O	0.49	-0.105	26.033	-0.002	-0.181	-0.255
O	8.475	-7.835	-5.196	0.507	0.29	-0.122
O	-8.158	-5.82	-5.284	0.553	0.069	-0.187
O	15.878	0.572	-2.335	0.201	-0.551	-0.295
O	-26.76	-5.484	23.397	-0.056	0.412	0.305
O	-2.603	0.105	-5.91	-0.575	0.256	0.103
O	1.033	2.769	-4.01	0.093	0.112	0.151

Results
total energy: -397543.077 eV
total energy less fixed offsets of O -438.25, Si -107.07 eV per atom: -13.457 eV
